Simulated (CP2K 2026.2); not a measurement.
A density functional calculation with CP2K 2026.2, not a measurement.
Periodic cell of 1968 atoms, Si1440O528, from a study of silicon, its oxide and their interface. The atomic structure is a simulated model.
Doubt: the forces sum to 1.48 eV/angstrom along one axis rather than to zero, so they err by at least 0.0007 eV/angstrom per atom on average; the grid cutoff is modest.

Settings
functional: PBE
method: Gaussian and plane waves
basis set: DZVP-MOLOPT-SR-GTH
pseudopotentials: GTH-PBE
grid cutoff: 350 Ry, relative cutoff 50 Ry
k points: Gamma only
occupations: fixed
spin: none
net charge: 0

Cell vectors (angstrom)
a 65.28 0 0
b 0 16.32 0
c -0.5282 0.7216 33.2817

Atoms and the computed forces on them: element, x, y, z (angstrom), force x, y, z (eV/angstrom)
Si 1.999 14.838 1.576 -0.25 0.057 0.659
Si 4.655 1.138 1.579 -0.41 0.373 0.118
Si 1.574 4.139 1.475 -0.15 -0.037 0.778
Si 4.643 6.601 1.563 -0.331 0.135 0.676
Si 1.114 10.05 1.641 -0.307 0.19 0.52
Si 4.584 13.015 1.423 0.415 0.404 0.397
Si 7.335 15.97 0.719 0.067 -0.073 0.582
Si 8.604 1.023 31.752 0.109 0 0.109
Si 6.736 4.201 1.653 0.22 -0.146 0.599
Si 9.415 6.897 1.525 0.218 -0.032 0.663
Si 7.173 9.143 1.495 -0.096 0.313 0.662
Si 10.133 12.067 1.542 -0.069 -0.3 0.457
Si 11.937 15.338 1.907 0.228 -0.276 0.673
Si 14.72 1.057 1.773 0.248 0.094 0.652
Si 11.889 1.941 1.35 0.06 0.123 0.543
Si 14.634 5.798 1.358 -0.3 -0.367 0.408
Si 11.6 10.13 1.649 -0.075 0.127 0.02
Si 14.506 12.094 0.17 -0.085 -0.064 0.126
Si 15.91 14.685 0.811 0.158 -0.127 0.644
Si 20.328 0.815 1.646 -0.024 -0.062 -0.015
Si 17.24 4.082 1.627 0.075 0.064 0.638
Si 20.197 6.985 1.495 0.396 -0.444 0.273
Si 18.448 9.57 1.203 0.182 0.409 0.564
Si 20.885 11.898 1.718 0.047 0.013 -0.026
Si 22.296 15.552 1.335 -0.173 0.197 0.524
Si 25.372 1.767 1.408 0.103 -0.253 0.713
Si 23.045 3.763 1.736 -0.067 -0.076 0.616
Si 26.027 6.251 1.586 0.254 -0.215 0.473
Si 22.813 10.464 1.432 0.023 0.782 0.295
Si 27.7 12.226 0.167 -0.022 -0.655 0.263
Si 29.768 13.862 32.52 0.033 -0.002 -0.016
Si 30.518 16.796 33.252 -0.197 0.399 -0.222
Si 27.898 4.655 1.586 -0.32 0.079 0.56
Si 30.895 6.518 1.597 0.186 0.231 0.652
Si 28.61 10.189 1.036 -0.053 0.605 0.23
Si 31.804 11.738 1.377 0.202 -0.092 0.465
Si 33.685 15.161 1.286 0.132 -0.092 0.755
Si 36.419 1.412 1.15 0.437 -0.094 0.687
Si 32.718 4.02 1.14 -0.293 -0.403 0.453
Si 36.456 6.928 1.266 -0.041 -0.104 0.705
Si 33.486 9.944 1.251 -0.028 -0.079 -0.047
Si 36.746 11.874 1.307 -0.158 0.214 0.649
Si 39.991 15.228 0.772 0.129 0.313 0.542
Si 41.616 2.154 0.986 -0.014 0.007 0.031
Si 39.824 3.837 1.092 0.026 -0.003 0.042
Si 42.653 6.639 1.46 -0.027 -0.327 0.47
Si 38.972 9.674 1.455 0.241 0.007 0.709
Si 42.684 11.621 1.28 0.096 -0.14 0.547
Si 45.415 14.458 1.16 0.092 -0.03 0.041
Si 48.18 0.962 1.324 0.014 0.002 -0.037
Si 44.39 4.947 1.395 -0.273 -0.126 0.654
Si 47.824 6.509 1.367 -0.159 0.179 0.708
Si 44.348 9.835 1.376 -0.074 0.015 -0.048
Si 47.199 12.668 1.157 -0.006 -0.005 -0.033
Si 49.854 15.513 1.413 -0.217 0.13 0.517
Si 53.087 1.357 1.36 -0.011 0.002 0.672
Si 50.125 4.326 1.371 0.418 -0.445 0.062
Si 53.607 6.255 1.345 0.189 -0.152 0.527
Si 50.368 9.503 1.286 0.027 0.001 0.684
Si 53.091 12.217 1.223 0.002 0.013 0.646
Si 56.34 14.55 1.433 0.091 -0.217 0.502
Si 58.747 1.255 1.609 -0.067 -0.017 0.584
Si 55.356 4.488 1.494 -0.19 0.275 0.524
Si 58.386 7.075 1.601 -0.203 0.221 0.408
Si 56.565 8.721 1.331 0.191 0.077 0.711
Si 58.04 12.801 1.309 -0.191 0.155 0.637
Si 60.898 15.356 1.425 0.116 -0.108 0.783
Si 63.402 1.972 1.508 -0.072 0.21 0.616
Si 61.661 3.761 1.698 0.31 -0.191 0.409
Si 63.583 7.182 1.548 -0.201 0.258 0.497
Si 61.845 9.003 1.413 0.097 -0.023 0.076
Si 64.563 11.755 1.536 0.231 -0.13 0.497
Si 3.04 16.379 2.954 0.002 -0.027 -0.021
Si 5.608 2.691 3.011 0.028 0.042 0.042
Si 2.906 5.526 2.788 0.004 -0.007 -0.03
Si 5.684 8.119 2.999 0.022 -0.022 -0.014
Si 2.914 10.889 2.924 -0.355 -0.213 0.24
Si 5.892 14.023 3.122 -0.003 0.026 -0.034
Si 7.67 15.718 3.006 0.054 -0.064 0.012
Si 11.653 3.208 3.221 0.013 0.1 -0.006
Si 8.326 5.382 2.916 -0.032 -0.011 -0.03
Si 10.902 8.194 2.815 0.022 -0.088 -0.045
Si 8.264 10.959 2.623 0.028 0.008 -0.084
Si 10.902 13.628 3.091 0.005 0.048 0.002
Si 13.627 16.152 3.323 -0.09 -0.041 0.012
Si 16.15 2.551 2.985 -0.025 -0.028 -0.049
Si 13.306 4.961 3.13 0.02 0.009 -0.079
Si 16.192 8.203 2.747 0.209 0.021 0.751
Si 13.55 10.868 2.774 -0.303 -0.148 0.317
Si 16.946 14.286 2.909 0.025 -0.014 0.022
Si 18.742 16.02 3.106 -0.069 0.004 -0.059
Si 21.491 2.486 2.938 -0.024 -0.026 0.029
Si 18.857 5.454 2.753 0.032 -0.063 -0.036
Si 21.642 8.056 3.027 -0.371 -0.411 0.275
Si 19.24 10.847 2.988 -0.097 -0.103 -0.037
Si 21.694 13.765 2.821 -0.045 0.063 -0.044
Si 24.196 0.06 2.588 0.002 0.03 -0.108
Si 27.005 2.805 2.744 0.077 0.032 -0.074
Si 24.347 5.308 2.943 0.002 0.002 0
Si 26.918 8.101 2.738 -0.21 -0.212 0.416
Si 24.597 11.272 2.874 -0.041 -0.004 0.013
Si 26.374 12.932 2.714 -0.101 0.012 0.531
Si 30.325 0.527 2.743 0.091 0.267 0.464
Si 31.994 2.4 2.757 0.046 0.001 -0.046
Si 29.562 5.406 3.079 -0.033 -0.028 -0.051
Si 32.403 8.165 2.513 0.02 0.025 0.011
Si 29.963 10.979 2.722 0.003 0.006 -0.006
Si 32.595 13.584 2.635 0.004 0.026 -0.002
Si 35.269 16.29 2.607 -0.044 0.01 -0.038
Si 38.011 2.792 2.331 -0.01 -0.014 -0.053
Si 35.107 5.568 2.639 0.359 0.297 0.279
Si 37.895 8.083 2.744 -0.049 0.004 -0.069
Si 35.159 10.813 2.674 0.023 0.042 -0.013
Si 38.011 13.442 2.517 -0.348 -0.148 0.371
Si 40.858 0.306 2.378 0.025 -0.043 -0.086
Si 43.455 2.945 2.287 0.065 0.024 -0.133
Si 40.797 5.523 2.443 0.009 0.049 -0.07
Si 43.525 8.241 2.893 0.082 -0.009 0.032
Si 40.77 10.821 2.517 0.003 -0.023 -0.034
Si 43.594 13.519 2.41 0.032 0.026 -0.088
Si 46.329 16.267 2.44 0.004 -0.022 -0.065
Si 49.021 2.699 2.686 0.033 0.022 0.034
Si 46.223 5.505 2.763 0.01 0.012 -0.068
Si 48.978 8.151 2.585 0.007 0.005 -0.08
Si 46.177 10.93 2.446 0.026 -0.01 -0.001
Si 48.865 13.677 2.558 0.017 -0.022 -0.032
Si 51.662 16.363 2.674 0.008 -0.028 -0.007
Si 54.397 2.743 2.753 0.006 0.021 -0.041
Si 51.787 5.411 2.635 0.053 0.027 0.021
Si 54.623 8.023 2.57 -0.017 0.041 -0.081
Si 51.763 10.852 2.601 -0.006 0.03 -0.081
Si 54.5 13.566 2.554 0.01 0.056 -0.016
Si 57.216 16.267 2.796 -0.031 -0.007 0
Si 59.992 2.702 2.937 -0.02 0.009 -0.036
Si 57.159 5.431 2.742 -0.02 -0.066 -0.028
Si 60.057 8.191 2.784 -0.016 0.002 0.034
Si 57.236 10.822 2.427 -0.038 -0.063 -0.019
Si 59.831 13.65 2.654 -0.018 -0.019 -0.069
Si 62.585 0.105 2.713 0.014 -0.013 -0.074
Si 0.052 2.797 2.705 -0.007 -0.03 -0.051
Si 62.673 5.487 2.92 -0.001 0.016 0.031
Si 0.07 8.231 2.761 0.025 0.019 -0.027
Si 62.772 10.772 2.743 -0.004 0.014 -0.017
Si 0.245 13.619 2.662 0.003 -0.009 -0.052
Si 1.462 1.422 4.08 0.003 0.053 0.019
Si 4.168 4.102 4.225 -0.022 0.032 -0.007
Si 1.481 6.863 4.103 -0.044 -0.021 0.017
Si 4.207 9.461 4.254 0.014 0.043 -0.026
Si 1.546 12.336 4.203 -0.009 -0.038 -0.077
Si 4.261 15.054 4.435 -0.031 -0.014 0.005
Si 6.929 1.275 4.298 0.009 0.011 0.018
Si 9.723 4.081 4.267 -0.012 -0.044 -0.007
Si 6.987 6.734 4.344 -0.011 0.005 -0.018
Si 9.543 9.572 4.175 0.022 0.032 -0.024
Si 6.942 12.229 4.192 0.016 -0.034 0.003
Si 9.455 14.916 4.341 -0.004 0.025 0.022
Si 12.39 1.399 4.56 -0.044 0.005 -0.007
Si 14.949 3.961 4.453 -0.028 -0.006 -0.009
Si 12.285 6.816 4.209 0.023 0.009 -0.022
Si 14.913 9.556 4.182 0.014 -0.02 -0.062
Si 12.433 12.331 4.289 0.029 -0.031 -0.111
Si 15.203 14.922 4.442 0.057 -0.06 -0.021
Si 17.613 1.331 4.354 0.027 -0.024 0.014
Si 20.238 4.072 4.152 0.005 0.051 0.004
Si 17.619 6.87 4.163 -0.068 0.006 -0.019
Si 20.389 9.46 4.426 0.024 -0.027 -0.026
Si 17.75 12.319 4.104 -0.083 0.068 -0.105
Si 20.322 14.885 4.368 0.017 0.014 0.033
Si 23.01 1.294 4.247 0.028 0.012 0.01
Si 25.745 4.039 4.297 0.013 0.029 0.02
Si 23.042 6.707 4.283 -0.01 0.033 0.022
Si 25.642 9.535 4.113 0.059 -0.008 -0.023
Si 23.051 12.393 4.24 -0.022 -0.084 -0.003
Si 25.596 14.899 3.896 0.009 0 -0.012
Si 28.463 1.395 3.973 0.002 -0.037 -0.019
Si 31.023 3.983 4.216 0.096 -0.008 0
Si 28.342 6.944 4.267 -0.064 0.046 0.016
Si 31.157 9.483 4.049 0.016 -0.088 -0.016
Si 28.366 12.242 3.959 -0.022 0.039 0.033
Si 31.202 14.988 3.98 -0.002 0.024 0.017
Si 33.845 1.38 3.918 -0.055 0.017 0.039
Si 36.633 4.135 3.799 0 -0.012 -0.042
Si 33.766 6.883 4.01 -0.007 0.008 -0.04
Si 36.518 9.457 4.038 0.031 0.02 0.068
Si 33.953 12.281 4.051 0.006 -0.011 -0.023
Si 36.68 14.901 3.873 0.019 -0.002 0.005
Si 39.324 1.422 3.794 -0.02 -0.009 -0.073
Si 42.135 4.158 3.859 0.057 0.075 -0.019
Si 39.402 6.761 3.917 0 -0.005 0.017
Si 41.999 9.518 4.06 -0.018 0.043 -0.019
Si 39.421 12.193 3.922 -0.053 -0.03 -0.002
Si 42.174 15.031 3.663 -0.017 0.011 -0.019
Si 44.84 1.417 3.631 -0.053 -0.004 -0.023
Si 47.56 4.018 3.99 0.024 0.036 -0.021
Si 44.963 6.908 4.143 0 -0.022 -0.006
Si 47.576 9.566 3.842 -0.024 0.006 0.013
Si 44.854 12.226 3.93 -0.024 -0.041 0.018
Si 47.574 14.994 4.004 -0.008 0.029 -0.019
Si 50.392 1.415 4.091 -0.009 0.047 -0.036
Si 53.023 4.055 4.111 -0.014 0.008 -0.006
Si 50.38 6.806 3.937 -0.01 -0.012 0.025
Si 53.166 9.445 3.877 0.009 -0.009 0.004
Si 50.321 12.27 3.852 0.015 0.023 0.026
Si 53.091 14.937 3.91 -0.018 -0.028 0.014
Si 55.796 1.349 4.038 0.006 0.02 0.026
Si 58.518 4.075 4.105 -0.01 0.008 0.029
Si 55.848 6.781 4.135 -0.004 0.013 0.021
Si 58.641 9.646 3.983 -0.064 -0.037 -0.068
Si 55.813 12.116 3.901 0.039 0.02 -0.027
Si 58.562 14.933 4.169 0.028 0.015 0.003
Si 61.307 1.325 4.265 0.019 -0.004 0.02
Si 64.098 4.141 4.204 0.002 -0.017 -0.016
Si 61.248 6.782 4.229 0.017 0.019 -0.026
Si 64.038 9.501 4.242 -0.019 0.006 0.015
Si 61.304 12.249 3.924 -0.012 -0.019 -0.024
Si 64.053 14.998 3.954 0.004 0.013 -0.023
Si 0.104 16.331 5.411 -0.005 0.012 0.004
Si 2.772 2.757 5.544 0.007 -0.013 -0.024
Si 0.157 5.506 5.531 0.008 0.022 0.009
Si 2.811 8.143 5.568 -0.024 -0.009 0.007
Si 0.148 10.915 5.509 0.014 -0.027 0.001
Si 2.842 13.649 5.635 0.005 0.005 0.037
Si 5.558 16.409 5.782 0.018 -0.018 -0.017
Si 8.342 2.668 5.587 0.004 -0.016 -0.05
Si 5.545 5.409 5.621 0.018 0.014 0.015
Si 8.272 8.211 5.642 -0.042 0.002 -0.007
Si 5.547 10.891 5.553 0.02 0.016 0.032
Si 8.222 13.516 5.716 -0.035 0.025 0.002
Si 10.864 16.334 5.67 -0.032 0.012 -0.038
Si 13.709 2.685 5.945 0.047 0.018 0.002
Si 10.935 5.529 5.669 0.049 -0.021 -0.024
Si 13.642 8.158 5.592 -0.005 -0.003 -0.008
Si 10.982 10.904 5.555 -0.026 -0.035 -0.065
Si 13.754 13.597 5.722 0.032 -0.005 0.027
Si 16.35 16.369 5.834 0.007 0.036 -0.009
Si 18.973 2.751 5.624 0.02 -0.025 0.012
Si 16.334 5.472 5.605 0.021 -0.005 -0.015
Si 18.957 8.118 5.663 -0.011 -0.025 -0.009
Si 16.317 10.954 5.485 0.043 0.004 0.003
Si 19.02 13.514 5.702 -0.032 0.019 0.022
Si 21.695 16.286 5.65 0.073 -0.004 -0.011
Si 24.374 2.666 5.593 -0.017 -0.016 0.001
Si 21.643 5.36 5.575 -0.062 -0.007 0.006
Si 24.372 8.166 5.554 0.04 -0.015 0.025
Si 21.756 10.933 5.615 -0.016 0.018 -0.004
Si 24.403 13.703 5.577 0.086 -0.02 -0.014
Si 27.073 16.263 5.261 -0.002 0.003 -0.017
Si 29.7 2.659 5.555 -0.007 -0.023 0.024
Si 27.061 5.483 5.596 -0.009 -0.042 -0.003
Si 29.828 8.214 5.523 -0.002 -0.006 -0.001
Si 27.128 10.841 5.437 -0.029 -0.002 -0.032
Si 29.738 13.654 5.305 0.017 0.024 -0.026
Si 32.594 16.294 5.373 0.03 -0.011 -0.033
Si 35.272 2.757 5.205 -0.023 0.007 0.013
Si 32.479 5.436 5.373 -0.001 0.014 0.019
Si 35.181 8.145 5.414 -0.011 -0.002 -0.009
Si 32.545 10.889 5.357 -0.01 -0.01 -0.022
Si 35.351 13.61 5.355 0.014 0.014 0.011
Si 38.021 16.336 5.196 -0.022 0.001 0.014
Si 40.733 2.757 5.179 -0.018 -0.019 -0.047
Si 38.007 5.409 5.245 -0.048 0.022 0.014
Si 40.682 8.117 5.357 0.012 -0.013 0.039
Si 37.997 10.848 5.284 0.014 -0.027 -0.008
Si 40.792 13.676 5.142 0.002 0.023 -0.03
Si 43.514 16.359 5.087 0.039 -0.022 0.04
Si 46.151 2.653 5.227 -0.006 -0.019 0.017
Si 43.493 5.465 5.295 0.02 -0.006 0.05
Si 46.315 8.282 5.387 0.002 0.011 0.022
Si 43.453 10.905 5.297 0.011 0.006 0.013
Si 46.2 13.6 5.299 0.013 -0.005 -0.013
Si 48.966 16.335 5.336 0.014 -0.006 0.032
Si 51.698 2.73 5.482 0.008 -0.005 0.05
Si 48.978 5.429 5.278 0.004 0.012 -0.035
Si 51.743 8.156 5.284 0.021 0.029 0.003
Si 48.954 10.912 5.22 -0.008 0.006 -0.004
Si 51.697 13.59 5.257 -0.016 0.024 0
Si 54.405 16.295 5.34 -0.002 -0.011 -0.02
Si 57.157 2.689 5.421 -0.009 -0.008 0.021
Si 54.424 5.428 5.422 0.023 -0.037 0.017
Si 57.243 8.228 5.354 0.017 0.002 0.004
Si 54.447 10.824 5.303 -0.023 -0.006 0.025
Si 57.133 13.509 5.352 -0.01 0.006 0.005
Si 59.911 16.28 5.54 -0.013 -0.003 0.006
Si 62.69 2.752 5.515 -0.027 -0.015 0.004
Si 59.85 5.425 5.506 0.007 -0.007 -0.015
Si 62.639 8.15 5.546 0.004 0.001 0.011
Si 59.959 10.955 5.393 0.017 0.008 0.018
Si 62.665 13.619 5.318 0.023 -0.007 0.012
Si 1.322 14.979 17.713 0.009 -0.022 -0.007
Si 3.97 1.419 17.768 0.008 -0.02 0.008
Si 1.313 4.131 17.699 0.009 -0.012 -0.004
Si 4.065 6.91 17.787 0.014 0.016 0.016
Si 1.289 9.597 17.675 0.03 0.013 -0.01
Si 4.016 12.367 17.747 0.024 0.02 -0.013
Si 6.785 15.103 17.857 -0.011 0.023 -0.005
Si 9.52 1.511 17.928 0.006 0.029 -0.001
Si 6.737 4.144 17.76 -0.01 0.013 0.003
Si 9.548 6.865 17.82 0.008 0.005 0.001
Si 6.785 9.638 17.776 -0.002 -0.013 0.007
Si 9.555 12.392 17.854 0.021 -0.004 -0.003
Si 12.312 15.05 18.023 -0.001 -0.022 0.026
Si 15.015 1.401 18.027 0.021 -0.01 -0.002
Si 12.259 4.085 17.984 -0.012 -0.017 0.003
Si 15.017 6.814 17.92 -0.043 0.007 0.008
Si 12.242 9.581 17.812 0.006 -0.025 -0.017
Si 15.046 12.347 17.936 -0.028 0.027 0.002
Si 17.792 15.015 17.974 -0.024 -0.015 0.005
Si 20.458 1.313 17.847 -0.022 -0.03 0.009
Si 17.724 4.1 17.923 -0.02 -0.017 0.02
Si 20.469 6.816 17.9 0.011 0.018 -0.002
Si 17.774 9.565 17.967 0.021 -0.006 0.021
Si 20.505 12.255 17.878 -0.006 -0.021 -0.008
Si 23.231 14.934 17.842 0.006 -0.009 0.011
Si 25.913 1.296 17.749 0.016 -0.03 -0.006
Si 23.201 4.096 17.768 0.008 0.016 -0.01
Si 25.95 6.829 17.701 -0.001 0.006 -0.018
Si 23.206 9.565 17.842 -0.002 -0.01 0.001
Si 25.872 12.179 17.781 -0.006 0.014 0
Si 28.669 14.931 17.674 -0.008 0.001 -0.015
Si 31.359 1.327 17.612 -0.009 -0.011 -0.01
Si 28.671 4.09 17.667 0.024 0.01 0.003
Si 31.332 6.768 17.684 -0.039 -0.005 0.007
Si 28.638 9.518 17.762 -0.011 0.001 0.011
Si 31.348 12.216 17.706 -0.023 0.038 0.004
Si 34.053 14.891 17.617 -0.023 -0.005 -0.018
Si 36.72 1.295 17.582 0.016 0.004 -0.022
Si 34.005 4.044 17.617 -0.012 0.003 -0.009
Si 36.739 6.787 17.612 -0.014 0.005 -0.003
Si 34.095 9.52 17.676 0.019 0.023 0.008
Si 36.743 12.147 17.624 -0.016 -0.023 0.012
Si 39.429 14.899 17.527 -0.019 -0.011 -0.008
Si 42.136 1.424 17.514 0.008 0.014 -0.006
Si 39.434 4.073 17.491 -0.009 -0.008 -0.016
Si 42.17 6.824 17.617 0.007 -0.021 0.076
Si 39.426 9.428 17.586 -0.001 -0.008 0.01
Si 42.176 12.215 17.512 -0.018 0.01 0.011
Si 44.846 14.925 17.504 0.016 0.013 0.015
Si 47.538 1.345 17.49 0.004 -0.021 -0.015
Si 44.769 4.079 17.508 -0.014 -0.048 0.022
Si 47.497 6.805 17.512 -0.008 0.008 0.046
Si 44.912 9.51 17.477 -0.014 0.034 -0.021
Si 47.575 12.182 17.549 0.011 -0.019 -0.003
Si 50.261 14.947 17.559 0.018 -0.006 0.006
Si 52.943 1.345 17.466 0.017 -0.009 -0.007
Si 50.285 4.063 17.48 0.009 -0.021 0.002
Si 53.032 6.795 17.607 0.013 0.002 -0.003
Si 50.312 9.56 17.461 0.013 0.016 -0.007
Si 52.974 12.228 17.545 -0.008 -0.017 -0.009
Si 55.679 14.906 17.528 0.038 0.025 -0.021
Si 58.352 1.29 17.501 -0.023 -0.069 0.014
Si 55.728 4.126 17.634 0.014 -0.011 0.014
Si 58.464 6.775 17.695 -0.003 -0.01 -0.014
Si 55.722 9.487 17.661 0.001 0.022 -0.001
Si 58.344 12.145 17.6 -0.033 0.013 -0.001
Si 61.141 14.96 17.548 0.031 0.018 -0.014
Si 63.856 1.367 17.63 0.016 -0.043 -0.009
Si 61.112 4.007 17.523 0.027 -0.005 0.028
Si 63.89 6.79 17.603 -0.017 0.039 0.02
Si 61.149 9.421 17.699 0 -0.018 0.006
Si 63.86 12.173 17.777 -0.036 0.032 0.035
Si 2.586 16.378 19.129 -0.026 0.044 0.008
Si 5.304 2.829 19.086 0.007 0.042 0.001
Si 2.661 5.516 19.063 -0.005 0.016 -0.001
Si 5.396 8.345 19.155 0.021 -0.041 0.028
Si 2.551 11.05 19.036 -0.035 0.033 -0.018
Si 5.365 13.733 19.129 -0.021 -0.014 -0.004
Si 8.1 16.53 19.251 0.001 -0.04 0.019
Si 10.826 2.83 19.421 -0.011 0.032 -0.024
Si 8.113 5.502 19.075 0.022 -0.034 -0.015
Si 10.886 8.249 19.189 -0.018 0.032 0.009
Si 8.164 11.005 19.105 0.019 0.008 -0.013
Si 10.858 13.724 19.332 -0.017 0.035 -0.028
Si 13.725 16.343 19.46 0.018 -0.036 -0.017
Si 16.364 2.819 19.37 -0.023 0.039 -0.016
Si 13.69 5.424 19.296 0.002 -0.071 0.002
Si 16.409 8.145 19.276 0.014 -0.021 0.056
Si 13.577 10.969 19.132 0.016 -0.012 -0.008
Si 16.445 13.666 19.354 -0.002 0.003 -0.001
Si 19.185 16.333 19.371 0.023 -0.038 0.035
Si 21.867 2.68 19.083 -0.003 0.017 -0.03
Si 19.116 5.434 19.262 0.01 0 0.011
Si 21.86 8.208 19.202 -0.008 -0.004 -0.007
Si 19.177 10.955 19.309 -0.022 0.017 0.025
Si 21.895 13.579 19.231 0.013 0.02 -0.03
Si 24.626 16.247 19.212 -0.003 -0.01 0.011
Si 27.329 2.692 18.964 -0.002 0.021 0.002
Si 24.584 5.507 19.042 -0.025 -0.016 0.016
Si 27.296 8.133 19.121 -0.011 -0.025 0.002
Si 24.553 10.878 19.277 0.004 0.018 0.067
Si 27.272 13.586 18.998 0.031 0.045 -0.065
Si 30.105 16.238 18.994 0.008 0.007 0.032
Si 32.646 2.701 19.004 -0.025 0.043 -0.007
Si 29.998 5.419 19.105 -0.009 -0.013 -0.009
Si 32.727 8.14 18.978 0.017 -0.024 0.007
Si 29.955 10.938 19.118 -0.008 -0.034 0.016
Si 32.792 13.504 19.053 -0.003 -0.031 0.004
Si 35.38 16.246 18.974 0.018 -0.016 0.063
Si 38.13 2.679 18.849 -0.003 -0.003 0.024
Si 35.374 5.405 18.943 -0.002 0.006 -0.016
Si 38.065 8.119 19.047 0.032 -0.022 0.009
Si 35.431 10.851 19.134 -0.006 0.019 -0.001
Si 38.148 13.481 18.926 0.069 0.007 -0.022
Si 40.787 16.329 18.784 -0.04 0.041 -0.011
Si 43.404 2.81 18.969 0.032 0.002 0.007
Si 40.712 5.449 18.895 0.01 0.028 0.023
Si 43.637 8.217 18.929 -0.002 -0.025 0.048
Si 40.84 10.809 18.838 0.01 0.004 0.004
Si 43.572 13.513 18.9 -0.043 -0.039 0.062
Si 46.148 16.343 18.851 -0.031 -0.002 0.02
Si 48.93 2.692 18.81 -0.016 -0.028 0.002
Si 46.081 5.442 18.865 0.002 -0.005 -0.039
Si 48.926 8.219 18.741 -0.027 0.011 -0.011
Si 46.267 10.761 18.929 0.041 -0.035 0.033
Si 48.907 13.552 18.906 0.038 0.011 0.02
Si 51.636 16.332 18.896 0.007 -0.006 -0.031
Si 54.251 2.729 18.809 -0.001 0.018 -0.006
Si 51.647 5.382 18.873 0.022 0 0.015
Si 54.396 8.119 19.049 0.023 -0.029 -0.001
Si 51.646 10.861 18.909 -0.015 0.002 0.021
Si 54.31 13.59 18.901 -0.002 0.039 0.001
Si 57.031 16.237 18.891 -0.04 0.003 -0.026
Si 59.695 2.639 18.815 -0.041 -0.017 0.003
Si 57.103 5.462 19.093 -0.003 -0.005 0.001
Si 59.881 8.017 19.135 0.021 -0.031 0.009
Si 57.06 10.8 19.101 0.01 -0.019 0.02
Si 59.705 13.602 18.786 0.017 0.024 -0.052
Si 62.493 16.288 18.941 0.007 -0.025 -0.038
Si -0.041 2.702 18.993 -0.038 -0.006 -0.044
Si 62.539 5.313 18.82 0.068 -0.054 -0.034
Si -0.058 8.186 18.967 -0.002 0.004 -0.001
Si 62.464 10.742 19.121 0.04 -0.005 0.021
Si 0.017 13.562 19.065 0.05 -0.025 -0.032
Si 1.22 1.444 20.497 0.053 -0.058 0.016
Si 4 4.213 20.462 -0.021 -0.021 0.016
Si 1.266 6.864 20.365 0.008 -0.002 0.022
Si 3.918 9.8 20.372 0.02 0 0.054
Si 1.246 12.253 20.635 -0.003 0.002 0.044
Si 3.929 15.032 20.487 -0.001 -0.034 -0.005
Si 6.57 1.527 20.525 0.026 0.011 0.035
Si 9.277 4.265 20.683 -0.019 -0.064 0.031
Si 6.871 6.954 20.389 0.075 -0.008 0.015
Si 9.484 9.656 20.494 -0.008 0.026 0.018
Si 6.795 12.385 20.408 0.05 0.042 0.051
Si 9.5 15.224 20.628 0.017 -0.046 0.031
Si 12.324 1.464 20.723 -0.022 0.034 0.031
Si 15.1 4.232 20.852 0.008 0.031 -0.01
Si 12.239 6.808 20.485 -0.062 0.015 -0.045
Si 14.971 9.623 20.415 -0.044 0.058 0.028
Si 12.211 12.221 20.585 0.011 0.029 0.004
Si 15.134 14.919 20.875 -0.042 0.028 0.053
Si 17.763 1.446 20.654 -0.007 -0.018 0.024
Si 20.559 4.007 20.471 -0.028 -0.003 0.008
Si 17.787 6.775 20.701 -0.085 -0.019 0.019
Si 20.541 9.554 20.626 -0.009 0.003 0.001
Si 17.887 12.372 20.719 0.003 0.051 -0.023
Si 20.639 14.909 20.689 -0.052 -0.007 0.005
Si 23.211 1.347 20.447 -0.017 -0.012 -0.013
Si 25.971 4.089 20.256 0.045 0.016 -0.044
Si 23.313 6.887 20.478 0.055 0.01 -0.039
Si 25.984 9.466 20.547 0.001 -0.041 0.004
Si 23.202 12.276 20.696 -0.044 0.01 0.005
Si 26.018 14.795 20.537 -0.006 -0.039 -0.006
Si 28.698 1.285 20.243 -0.03 0.001 -0.013
Si 31.303 4.004 20.473 -0.002 -0.023 -0.032
Si 28.652 6.779 20.5 -0.035 -0.005 -0.009
Si 31.425 9.555 20.316 0.007 0.022 0.017
Si 28.528 12.335 20.475 -0.037 0.05 0.012
Si 31.485 14.877 20.394 -0.015 0.035 0.018
Si 34 1.323 20.312 0.003 -0.04 0.005
Si 36.78 4.015 20.201 -0.035 0.026 -0.03
Si 34.021 6.73 20.348 -0.006 0.017 -0.009
Si 36.763 9.45 20.512 0.012 -0.024 0.023
Si 34.119 12.225 20.574 0.016 0.011 0.015
Si 36.763 14.805 20.251 -0.047 -0.017 0.003
Si 39.472 1.324 20.214 0.034 -0.039 -0.02
Si 42.009 4.202 20.373 0.021 -0.012 0.078
Si 39.413 6.737 20.396 0.021 0.01 -0.004
Si 42.25 9.591 20.247 0.034 0.016 -0.025
Si 39.522 12.072 20.266 0.017 -0.004 -0.008
Si 42.165 14.989 20.071 0.044 0.016 -0.037
Si 44.806 1.411 20.241 0.038 0.024 0.025
Si 47.566 4.105 20.067 0.014 0.025 0.02
Si 44.848 6.792 20.411 0.015 0.033 0.09
Si 47.636 9.38 20.317 -0.008 -0.024 0.04
Si 44.926 12.086 20.313 -0.013 0.059 -0.006
Si 47.469 14.927 20.176 -0.046 0.011 -0.018
Si 50.255 1.365 20.229 0.005 0.009 0.002
Si 52.943 4.004 20.292 -0.024 -0.03 -0.038
Si 50.242 6.84 20.032 -0.008 -0.025 -0.069
Si 53.013 9.541 20.324 0.003 0.028 -0.001
Si 50.278 12.185 20.287 0.022 0.004 -0.011
Si 52.98 14.973 20.277 0.019 -0.01 0.038
Si 55.574 1.324 20.073 -0.027 -0.016 -0.009
Si 58.479 3.965 20.321 0.057 0.058 0.084
Si 55.739 6.802 20.541 0.027 -0.004 0
Si 58.494 9.387 20.479 0.028 -0.009 0.014
Si 55.607 12.273 20.34 0.014 -0.047 0.018
Si 58.404 14.861 20.254 -0.022 -0.007 0.064
Si 61.016 1.294 20.177 -0.009 -0.034 0.05
Si 63.819 3.998 20.274 -0.025 0.032 0.023
Si 61.314 6.494 20.368 -0.052 0.022 0.094
Si 63.868 9.32 20.505 -0.009 -0.049 0.074
Si 60.968 12.263 20.16 -0.005 -0.023 -0.004
Si 63.929 14.973 20.265 0.023 0.021 -0.006
Si -0.276 16.419 21.816 -0.02 0.072 0.005
Si 2.567 2.929 21.822 -0.007 -0.068 -0.039
Si -0.333 5.603 21.589 -0.037 0.005 0.11
Si 2.495 8.436 21.668 -0.112 -0.008 -0.007
Si -0.225 10.805 21.944 -0.007 -0.006 0.035
Si 2.634 13.71 21.989 -0.011 -0.019 0.037
Si 5.193 16.48 21.854 -0.033 0.004 -0.032
Si 7.718 2.93 22.013 0.01 0.323 -0.743
Si 5.308 5.802 21.628 -0.02 0.015 -0.032
Si 8.089 8.361 21.85 0.005 -0.031 -0.008
Si 5.303 11.183 21.734 -0.072 0.059 -0.013
Si 7.987 13.891 21.8 -0.368 0.284 -0.426
Si 10.999 16.397 22.095 -0.019 0.004 0.132
Si 13.439 3.099 22.065 -0.189 0.175 -0.438
Si 10.562 5.857 21.886 0.004 -0.068 -0.053
Si 13.698 8.163 21.706 0.121 -0.011 -0.041
Si 10.908 10.804 21.978 -0.021 -0.065 0.018
Si 13.779 13.218 21.992 0.386 -0.176 -0.463
Si 16.68 16.319 22.18 0.242 -0.34 -0.34
Si 19.249 2.732 21.958 0.012 0.038 -0.004
Si 16.523 5.548 22.37 0.102 -0.023 0.101
Si 19.22 8.16 21.965 0.04 0.025 0.019
Si 16.498 10.813 21.76 0.029 -0.055 -0.035
Si 19.312 13.647 22.228 -0.009 -0.034 0.009
Si 22.063 16.304 21.979 0.002 -0.005 -0.039
Si 24.655 2.741 21.602 -0.01 0.004 0.045
Si 22.009 5.383 21.659 0.009 -0.044 0.041
Si 24.659 8.147 21.996 -0.037 -0.01 -0.026
Si 21.876 10.843 22.078 -0.013 -0.003 0.04
Si 24.693 13.511 22.092 0.031 -0.008 0.044
Si 27.482 16.236 21.677 -0.015 -0.003 0.046
Si 29.935 2.532 21.759 0.018 -0.019 0.056
Si 27.264 5.305 21.758 0.031 -0.028 0.033
Si 30.045 8.284 21.685 0.001 -0.086 0.05
Si 27.203 10.942 21.907 -0.01 0.012 0.005
Si 30.001 13.674 21.765 -0.07 0.029 0.037
Si 32.816 16.246 21.808 0.029 -0.055 -0.015
Si 35.487 2.62 21.55 0.011 0.041 0.045
Si 32.696 5.377 21.778 -0.01 -0.002 0.047
Si 35.327 8.044 21.81 0.012 0.014 0.029
Si 32.689 10.837 21.876 0.005 -0.043 0.078
Si 35.569 13.588 21.919 -0.043 -0.007 0.031
Si 38.111 16.224 21.485 0.072 0.023 0.023
Si 40.678 2.701 21.682 0.018 -0.017 -0.054
Si 38.003 5.3 21.719 0 0.036 0.021
Si 41.17 7.927 21.47 0.055 -0.253 -0.507
Si 38.264 10.762 21.82 0.046 0.01 0.104
Si 40.933 13.557 21.394 -0.042 0 0.007
Si 43.453 16.28 21.529 -0.055 0.048 -0.018
Si 46.254 2.816 21.487 0.151 -0.411 -0.371
Si 42.827 6.158 21.549 -0.126 0.059 -0.013
Si 46.818 7.487 21.607 -0.02 0.011 -0.084
Si 43.455 10.964 21.817 -0.182 0.387 -0.26
Si 46.191 13.561 21.622 -0.033 -0.005 0.025
Si 48.844 16.282 21.459 0.088 -0.043 0.025
Si 51.412 2.804 21.689 -0.015 0.048 -0.004
Si 48.611 5.782 21.31 0.025 0.01 0.019
Si 51.571 8.116 21.469 -0.014 -0.01 0.051
Si 48.937 10.83 21.691 0.021 -0.02 -0.009
Si 51.581 13.648 21.613 -0.041 -0.015 0.044
Si 54.288 16.413 21.607 -0.028 -0.014 0.016
Si 56.907 2.628 21.431 -0.078 0.027 0.062
Si 54.306 5.315 21.725 -0.022 -0.017 0.029
Si 57.09 8.205 22.004 -0.103 -0.079 0.069
Si 54.249 10.956 21.776 -0.043 0.02 0.072
Si 56.963 13.667 21.691 0.015 0.01 -0.05
Si 59.702 16.259 21.621 0.053 0.007 0.099
Si 62.156 2.83 21.512 -0.001 0.153 0.139
Si 60.417 4.624 21.565 -0.022 -0.058 -0.076
Si 63.164 7.282 21.65 0.007 0.019 -0.103
Si 59.552 11.124 21.646 -0.061 0.017 0.004
Si 62.443 13.569 21.358 0.057 0.02 0.016
Si 1.37 15.349 23.18 -0.212 -0.23 -0.741
Si 3.622 1.288 23.216 0.14 0.297 -0.625
Si 1.176 4.397 23.062 -0.127 0.054 -0.609
Si 4.363 7.62 22.685 0.079 0.17 -0.533
Si 1.11 9.39 23.331 -0.003 0.208 -0.638
Si 4.621 12.997 23.17 0.027 0.229 -0.646
Si 6.269 14.843 23.101 -0.188 -0.32 -0.413
Si 9.999 1.652 23.466 0.422 -0.407 -0.332
Si 5.985 4.946 23.649 -0.096 0.247 -0.552
Si 9.837 7.647 23.308 -0.071 0.05 0.165
Si 6.097 9.252 22.747 -0.032 -0.133 -0.674
Si 9.607 11.881 23.595 0.343 -0.467 -0.299
Si 12.314 15.292 23.692 -0.47 0.333 -0.483
Si 14.551 1.184 24.168 -0.006 0.11 -0.029
Si 11.711 4.315 23.074 0.138 0.088 -0.701
Si 15.51 7.614 23.215 -0.001 0.066 0.032
Si 11.854 8.925 22.978 -0.225 0.014 -0.423
Si 15.07 11.734 23.316 0.037 0.04 -0.694
Si 18.568 15.587 23.441 0.087 0.069 -0.048
Si 20.299 0.982 23.164 -0.221 -0.243 -0.468
Si 18.49 4.385 23.505 -0.542 -0.183 -0.624
Si 20.653 6.633 23.024 -0.061 0.198 -0.645
Si 17.433 9.181 23.098 -0.134 -0.3 -0.513
Si 20.489 12.075 23.608 -0.509 -0.314 -0.224
Si 23.887 15.411 23.298 -0.17 -0.135 -0.622
Si 26.043 1.333 22.798 0.066 -0.018 -0.427
Si 23.562 4.25 22.994 -0.093 -0.019 -0.648
Si 25.791 6.42 23.205 0.413 0.389 -0.072
Si 23.57 9.777 23.383 -0.023 -0.036 0.077
Si 25.406 11.591 23.465 -0.029 -0.023 0.032
Si 29.186 15.458 23.131 0.036 0.004 0.03
Si 31.005 0.833 23.017 -0.242 -0.215 -0.419
Si 28.185 3.522 23.019 0.069 0.013 -0.777
Si 31.489 7.027 23.001 -0.017 -0.134 -0.671
Si 29.209 10.165 22.834 0.024 0.087 -0.011
Si 30.891 11.905 23.001 -0.142 -0.168 -0.553
Si 34.73 15.505 23.099 -0.075 -0.053 -0.031
Si 36.474 0.894 22.819 -0.014 0.005 0.112
Si 34.334 4.098 22.935 -0.193 -0.05 -0.625
Si 36.411 6.387 23.089 0.168 0.118 -0.733
Si 33.747 9.142 23.189 0.081 0.183 -0.73
Si 37.27 12.423 23.199 -0.337 -0.169 -0.633
Si 39.377 14.662 22.669 -0.047 0.229 -0.691
Si 42.3 1.509 22.891 -0.266 -0.238 -0.589
Si 39.009 3.644 23.062 0.021 -0.035 0.04
Si 42.971 5.608 23.805 0.357 -0.132 -0.667
Si 39.678 9.771 23.458 -0.153 0.087 -0.582
Si 42.674 12.965 22.858 0.057 -0.049 -0.057
Si 44.56 14.723 22.883 -0.026 -0.036 -0.041
Si 47.506 1.332 22.743 -0.042 -0.011 -0.01
Si 44.369 3.839 23.631 -0.181 0.466 -0.003
Si 47.435 8.136 23.773 -0.284 -0.189 -0.498
Si 44.028 10.302 24.708 -0.07 -0.064 -0.195
Si 47.774 12.438 22.99 -0.425 -0.432 -0.079
Si 49.899 14.73 22.847 0.2 0.084 -0.744
Si 52.995 1.541 22.988 -0.291 -0.126 -0.619
Si 50.12 4.621 22.741 -0.021 -0.128 -0.671
Si 52.588 6.508 22.793 0.225 -0.028 -0.626
Si 50.122 9.19 22.939 0.099 0.353 -0.742
Si 52.926 12.446 23.093 0.047 -0.119 -0.675
Si 56.178 15.575 22.759 0.012 0.014 0.034
Si 57.889 0.966 22.698 0.002 -0.236 -0.532
Si 55.376 3.596 22.98 0.242 0.337 -0.735
Si 57.449 6.979 24.099 0.018 0.454 -0.534
Si 56.09 10.119 22.974 0.133 0.113 -0.563
Si 57.756 11.898 22.977 -0.199 -0.114 -0.513
Si 61.561 15.271 22.666 -0.1 0.388 -0.516
Si 62.973 0.938 22.849 -0.102 -0.062 -0.661
Si 60.022 5.335 23.717 0.101 -0.146 -0.546
Si 62.053 7.698 23.621 0.419 -0.242 -0.482
Si 61.074 10.591 23.302 0.256 0.617 -0.531
Si 63.138 11.873 22.849 -0.224 -0.369 -0.528
Si 6.501 1.895 29.956 0.006 0 -0.092
Si 3.93 2.16 26.203 -0.077 -0.043 0.037
Si 62.403 0.991 25.941 0.025 -0.03 -0.14
Si 64.13 5.037 26.445 -0.086 -0.061 -0.101
Si 2.356 9.994 26.183 -0.065 0.06 -0.147
Si 4.42 16.469 28.486 -0.031 0.066 -0.069
Si 9.301 8.024 25.705 0.222 -0.134 -0.68
Si 7.069 6.222 26.296 -0.067 -0.047 0.006
Si 3.446 5.766 24.72 0.09 0.11 -0.146
Si 14.075 8.991 27.764 -0.147 -0.024 -0.02
Si 7.306 10.311 25.202 0.08 0.078 -0.099
Si 6.131 13.932 27.866 -0.08 0.027 0.016
Si 8.995 1.565 26.347 0.026 -0.003 -0.047
Si 16.108 1.891 26.557 -0.056 -0.015 0.089
Si 12.824 4.884 25.857 -0.058 -0.148 0.186
Si 18.767 11.172 25.188 0.448 0.149 -0.516
Si 16.403 13.147 25.761 0.003 -0.197 0.043
Si 17.768 15.777 25.693 0.257 -0.008 -0.577
Si 21.863 0.952 29.035 0.009 -0.033 0.052
Si 25.11 1.878 31.763 -0.029 0.035 0.111
Si 21.774 11.265 31.684 0 0.014 0.124
Si 22.258 8.43 25.023 0.391 0.43 -0.392
Si 20.305 15.188 27.224 0.072 0.012 0.05
Si 22.248 13.991 25.438 0.038 0.023 0.049
Si 24.558 4.636 28.172 0.004 -0.061 -0.003
Si 30.197 4.943 24.816 -0.007 0.018 -0.055
Si 24.375 7.245 26.96 -0.054 0.042 -0.011
Si 30.904 13.153 25.985 -0.037 -0.112 -0.223
Si 26.83 7.217 25.209 -0.147 -0.327 -0.576
Si 21.926 13.045 28.223 0.467 0.293 0.484
Si 28.323 14.705 25.216 0.305 0.27 -0.671
Si 32.371 2.798 24.864 0.021 -0.152 -0.013
Si 34.285 9.987 26.139 -0.066 0.039 -0.06
Si 37.926 6.867 28.138 0.028 -0.146 -0.083
Si 31.172 10.379 26.875 -0.016 0.007 -0.035
Si 33.18 15.141 27.013 0.477 -0.026 -0.344
Si 33.396 1.859 27.451 0.031 -0.154 -0.105
Si 40.052 4.867 24.696 -0.33 -0.316 -0.403
Si 43.933 7.527 26.153 -0.09 -0.012 -0.081
Si 41.617 11.991 24.685 0.314 0.345 -0.554
Si 34.941 15.148 25.473 -0.658 0.163 -0.244
Si 40.555 16.436 24.889 -0.094 0.164 -0.02
Si 47.24 11.998 29.983 0.046 0.04 -0.036
Si 39.842 4.772 27.6 0.06 -0.046 0.071
Si 43.222 9.27 32.719 0.184 0.297 0.475
Si 50.683 10.069 28.05 0.087 0.015 -0.133
Si 41.684 14.32 26.714 0.013 -0.006 -0.116
Si 41.264 15.831 31.726 0.017 0.001 0.097
Si 48.502 2.669 24.423 -0.323 -0.323 -0.435
Si 52.26 12.118 29.508 0.055 0.041 -0.041
Si 44.311 1.818 28.276 0.019 0.092 0.042
Si 48.139 12.339 32.821 -0.465 0.382 0.347
Si 51.843 10.53 25.152 -0.125 0.103 0.011
Si 46.105 16.253 24.042 -0.144 -0.035 -0.482
Si 49.729 1.222 26.675 -0.138 0.017 0.025
Si 52.12 4.971 30.423 0.011 -0.1 0.031
Si 53.454 4.55 26.911 -0.004 -0.059 0.1
Si 59.068 11.231 25.585 0.049 0.064 -0.223
Si 51.301 14.958 29.618 -0.053 0.001 0.048
Si 54.759 9.564 25.764 0.055 0.066 -0.012
Si 53.811 13.928 25.435 0.135 0.04 -0.15
Si 61.174 3.797 26.14 0.114 0.148 -0.058
Si 59.444 8.606 29.291 -0.032 -0.059 0.002
Si 58.057 8.589 26.786 0.016 -0.123 0.082
Si 54.671 11.928 27.656 0.113 0.168 -0.052
Si 56.064 15.837 25.03 0.122 -0.01 -0.64
Si 57.733 16.25 27.323 -0.258 0.621 -0.178
Si 63.317 3.105 31.876 0.021 -0.062 0.046
Si 64.535 7.592 25.092 0.068 -0.036 -0.027
Si 4.907 11.874 26.163 0.029 0 -0.178
Si 56.095 10.004 31.592 0.034 -0.105 -0.002
Si 0.055 14.519 25.965 -0.045 0.066 -0.028
Si 1.018 3.002 25.757 0.004 0.167 0.016
Si 5.483 7.762 28.36 0.054 -0.047 -0.016
Si 63.054 11.691 32.165 -0.764 -0.15 0.16
Si 5.99 14.132 32.351 -0.06 0.112 0.124
Si 2.33 12.145 30.055 0.019 -0.064 0.062
Si 3.161 3.048 33.16 0.422 -0.403 0.469
Si 3.596 14.893 30.782 0.017 0.037 -0.072
Si 10.976 8.634 28.19 -0.068 0.057 -0.002
Si 6.731 3.307 27.212 0.031 -0.107 0.045
Si 11.781 10.805 32.75 -0.27 0.052 0.484
Si 7.2 12.299 30.334 0.032 0.028 0.002
Si 5.813 4.125 32.093 0 0.011 0.135
Si 11.775 5.834 28.44 -0.018 -0.077 -0.069
Si 14.15 8.944 24.675 0.296 -0.345 -0.423
Si 10.603 3.405 31.783 0.007 -0.038 -0.059
Si 14.585 11.978 28.076 -0.066 0.117 -0.071
Si 7.839 15.181 25.787 -0.073 0.209 -0.023
Si 15.092 13.316 30.872 -0.135 -0.017 0.032
Si 21.961 2.577 25.231 -0.065 -0.03 -0.045
Si 18.172 6.45 27.186 -0.127 0.02 0.078
Si 21.082 6.661 33.198 -0.507 0.437 0.397
Si 19.89 9.105 26.932 0.02 -0.031 0.023
Si 15.765 4.916 26.455 0.014 0.075 0.085
Si 11.813 13.15 28.255 0.056 0.002 -0.023
Si 19.743 2.952 29.07 -0.051 0.026 0.01
Si 28.708 9.821 25.01 0.129 0.135 -0.586
Si 19.551 3.995 26.31 -0.039 -0.112 -0.162
Si 25.977 13.284 28.306 -0.029 -0.085 -0.012
Si 24.56 8.806 29.589 0.005 -0.018 0.017
Si 27.539 1.493 29.776 -0.058 0.098 0.036
Si 28.885 6.004 27.065 -0.164 0.007 0.001
Si 28.768 4.825 32.003 -0.028 0.083 0.028
Si 34.355 9.822 32.719 -0.331 0.392 0.374
Si 35.037 14.458 32.468 -0.036 0.002 -0.013
Si 27.554 9.516 30.257 -0.09 -0.059 0.112
Si 29.86 8.33 28.531 0.015 0.038 0.074
Si 29.99 1.939 31.54 0.102 -0.36 0.556
Si 40.017 7.363 30.386 -0.046 -0.182 -0.062
Si 33.79 7.515 30.862 0.042 -0.107 0.048
Si 32.807 1.714 30.393 0.061 -0.106 0.07
Si 33.963 15.325 29.839 0.011 -0.058 0.105
Si 37.946 1.898 24.376 -0.159 0.172 -0.746
Si 38.418 7.506 25.14 -0.001 -0.079 -0.104
Si 45.826 2.499 25.792 0.01 -0.106 -0.074
Si 38.987 4.891 32.009 0.058 -0.068 0.582
Si 45.741 14.532 29.962 0.055 -0.002 -0.086
Si 36.372 1.284 26.71 0.03 0.029 -0.02
Si 42.098 3.825 29.308 -0.107 0.094 0.015
Si 44.344 15.353 27.487 0.046 -0.093 -0.01
Si 50.562 3.854 32.887 -0.412 0.329 0.448
Si 41.547 11.615 31.683 0.11 -0.074 0.101
Si 50.846 3.737 28.076 0.141 -0.097 -0.015
Si 47.553 10.211 27.571 -0.057 0.116 -0.056
Si 51.583 15.982 25.126 0.142 0.09 -0.116
Si 45.533 2.048 30.984 0.019 0.048 0.052
Si 48.453 14.372 28.782 0 -0.102 0.034
Si 46.792 7.292 26.641 0.117 0.064 -0.027
Si 54.478 6.78 25.066 0.005 -0.033 0.094
Si 47.405 15.511 26.481 0.105 0.07 -0.098
Si 59.077 10.961 31.134 0.313 -0.167 0.253
Si 56.107 14.223 29.166 0.015 -0.002 -0.045
Si 58.489 4.334 30.976 0.09 -0.076 0.064
Si 59.184 3.333 28.32 -0.44 -0.268 -0.217
Si 60.565 2.307 30.75 -0.075 0.027 -0.008
Si 53.494 11.296 32.059 -0.001 0.022 0.033
Si 63.151 12.529 29.115 0.026 0.067 -0.045
Si 57.346 2.22 27.347 -0.028 0.014 0.07
Si 62.61 15.389 29.734 0.032 -0.154 0.002
Si 64.63 8.013 30.692 0.025 -0.059 0.03
Si -0.077 7.246 27.889 -0.051 -0.062 -0.121
Si 60.703 15.717 27.6 0.025 -0.134 -0.108
Si 0.521 11.994 27.656 -0.035 -0.058 -0.006
Si -0.129 0.773 27.267 -0.012 -0.013 0.003
Si 64.331 6.001 32.678 -0.077 0.009 0.109
Si -0.352 1.145 30.212 -0.134 0.132 -0.007
Si 10.166 11.064 30.011 0.035 -0.043 -0.082
Si 0.572 10.335 32.024 0.098 0.07 -0.024
Si 4.806 10.274 29.882 0.024 -0.04 0.038
Si 1.829 16.845 32.177 -0.025 0.071 0.188
Si 11.421 3.005 27.733 -0.07 0.066 -0.107
Si 5.08 8.856 32.515 0.023 0.083 0.081
Si 6.909 6.851 30.989 -0.024 -0.038 0.1
Si 2.826 7.056 27.376 -0.032 0.088 -0.03
Si 12.546 15.05 30.474 -0.024 0.078 -0.009
Si 12.845 1.89 30.201 0.013 -0.033 0.011
Si 16.358 5.198 29.251 0.125 -0.083 -0.019
Si 14.224 6.856 29.853 -0.059 -0.032 0.003
Si 12.633 7.893 32.21 -0.092 -0.13 0.16
Si 10.462 14.858 32.621 -0.117 -0.099 0.215
Si 10.561 13.842 25.57 0.065 -0.087 -0.019
Si 15.946 2.203 29.702 0.302 -0.25 0.33
Si 19.152 2.092 0.005 0.239 -0.373 0.435
Si 9.844 6.48 31.986 0.015 -0.051 0.188
Si 23.869 7.245 32.243 -0.046 -0.045 0.036
Si 17.433 14.732 31.735 -0.058 -0.001 0.104
Si 19.25 12.472 32.958 0.175 -0.081 0.651
Si 21.815 10.057 29.067 -0.038 -0.042 0.046
Si 17.749 1.23 30.797 -0.536 0.215 -0.187
Si 23.477 4.446 30.892 -0.001 0.017 0.025
Si 23.335 13.372 30.024 -0.526 0.202 -0.513
Si 26.611 12.119 25.497 -0.503 -0.15 -0.471
Si 26.587 16.151 27.31 0.065 -0.026 -0.031
Si 24.119 1.657 27.27 -0.137 -0.049 0.016
Si 27.421 4.539 29.321 0.028 -0.064 -0.021
Si 20.467 4.543 31.37 -0.095 0.089 -0.064
Si 29.177 8.81 32.581 -0.013 0.01 -0.064
Si 22.78 16.05 31.616 -0.095 -0.139 0.094
Si 35.3 8.371 28.528 0.072 0.081 0.073
Si 30.896 7.017 31.046 -0.028 0.051 0.124
Si 37.17 16.759 32.198 -0.053 0.047 -0.014
Si 33.976 3.458 32.631 -0.149 0.049 -0.031
Si 42.013 6.623 28.379 0.054 -0.139 -0.083
Si 27.827 12.621 30.642 -0.102 0.083 0.06
Si 37.605 13.077 28.892 -0.046 0.028 -0.003
Si 40.648 13.586 29.623 -0.081 0.022 0.084
Si 36.075 5.779 32.118 -0.009 0.039 0.077
Si 36.383 10.661 30.503 -0.059 0.059 0.017
Si 39.108 9.849 31.915 -0.077 0.076 -0.065
Si 36.822 16.211 29.265 0.082 -0.101 0.002
Si 36.325 12.327 26.092 0.152 -0.058 -0.024
Si 40.917 2.627 31.846 0.066 0.058 0.626
Si 45.264 7.071 32.385 -0.094 -0.077 0.17
Si 46.509 4.795 30.985 -0.035 0.018 0.03
Si 54.778 5.275 29.466 0.02 0.054 -0.049
Si 46.83 11.158 24.77 0.432 0.493 -0.344
Si 44.364 16.02 32.304 0.005 -0.112 0.653
Si 47.872 2.704 32.482 -0.034 -0.272 0.567
Si 53.89 16.361 29.686 0.152 0.07 -0.033
Si 48.509 5.766 28.785 0.005 0.07 0.13
Si 50.708 7.588 29.742 -0.042 0.001 0.022
Si 51.757 8.698 32.488 0.019 -0.075 0.02
Si 50.468 14.461 32.585 -0.075 0.03 0.068
Si 55.245 2.596 28.235 0.51 -0.024 -0.218
Si 56.875 2.305 25.1 0.295 -0.056 0.452
Si 56.296 3.386 32.767 0.009 -0.084 0.117
Si 61.555 8.449 31.331 -0.315 0.586 0.276
Si 56.662 7.878 29.407 -0.006 -0.068 -0.04
Si 54.604 0.759 32.637 0.121 -0.032 0.079
Si 60.563 15.606 31.758 -0.018 -0.062 0.084
Si 58.161 13.741 31.451 -0.049 0.079 0.036
Si 61.031 10.446 32.427 0.119 -0.064 -0.03
Si 59.783 6.349 32.79 -0.112 -0.134 0.236
Si 60.878 12.729 27.399 0.047 -0.007 -0.082
Si 62.652 13.735 25.041 -0.043 0.039 -0.205
Si 1.425 15.021 6.884 -0.013 0.017 0.003
Si 4.128 1.452 6.997 -0.023 0.024 -0.014
Si 1.457 4.127 6.914 -0.016 -0.015 0.015
Si 4.175 6.799 6.941 -0.011 0.001 0.007
Si 1.466 9.543 6.895 -0.01 0.012 0.009
Si 4.197 12.252 6.941 -0.001 -0.018 0.021
Si 6.891 14.952 7.044 0.005 -0.026 -0.017
Si 9.594 1.371 7.07 0.004 0.013 0.043
Si 6.93 4.052 6.937 -0.014 -0.019 -0.005
Si 9.601 6.867 7.038 -0.011 0.021 0.017
Si 6.881 9.557 6.966 -0.017 0.003 -0.002
Si 9.648 12.218 7.018 0.028 -0.008 -0.022
Si 12.308 14.977 6.99 0.012 0.048 -0.038
Si 15.038 1.344 7.251 0.019 0.02 0.023
Si 12.28 4.151 7.069 -0.058 0.006 -0.015
Si 14.983 6.818 6.986 -0.017 0.005 0.015
Si 12.289 9.526 6.961 0.022 0.004 -0.018
Si 15.042 12.202 7.044 0.016 -0.013 0.004
Si 17.717 14.935 7.069 -0.008 -0.005 -0.031
Si 20.353 1.375 6.97 -0.012 0.013 0.015
Si 17.666 4.115 7.012 -0.006 0.014 -0.005
Si 20.35 6.758 6.98 0.001 0 -0.03
Si 17.628 9.568 6.938 0.019 0.025 -0.017
Si 20.389 12.198 7.04 0.033 -0.022 -0.006
Si 23.067 14.974 7.01 -0.029 0.008 0.002
Si 25.792 1.278 6.816 0.032 -0.023 -0.023
Si 23.027 4.038 6.947 -0.012 0.039 0
Si 25.721 6.827 6.941 0.01 0.005 0.018
Si 23.087 9.544 6.949 0.014 0.001 0.03
Si 25.796 12.249 6.818 0.031 -0.001 -0.009
Si 28.437 14.98 6.73 -0.024 0.001 0.012
Si 31.192 1.302 6.763 0.016 0.007 -0.004
Si 28.433 4.084 6.904 -0.021 0.019 0.008
Si 31.181 6.787 6.801 0.024 -0.008 0.02
Si 28.477 9.558 6.87 -0.009 -0.006 0.008
Si 31.15 12.271 6.672 -0.008 -0.002 -0.031
Si 33.965 14.953 6.718 0.009 0.018 0.012
Si 36.634 1.364 6.573 0.02 0.023 -0.017
Si 33.932 4.082 6.654 -0.008 -0.001 0.006
Si 36.637 6.762 6.649 0.016 -0.014 -0.003
Si 33.885 9.547 6.761 -0.001 -0.019 0.033
Si 36.696 12.23 6.683 -0.028 -0.03 0.012
Si 39.412 14.987 6.555 -0.006 -0.008 -0.002
Si 42.119 1.363 6.505 0.059 -0.014 -0.005
Si 39.376 4.061 6.608 0.016 0.044 0.016
Si 42.107 6.785 6.665 0.013 0.017 0.02
Si 39.33 9.498 6.678 0.003 0.01 0.004
Si 42.1 12.314 6.593 0.014 -0.016 -0.012
Si 44.818 15.004 6.571 -0.041 0.04 -0.002
Si 47.542 1.352 6.638 -0.023 0.017 0.012
Si 44.84 4.055 6.611 -0.006 0.011 -0.005
Si 47.645 6.818 6.659 -0.002 -0.004 -0.015
Si 44.841 9.574 6.672 0.002 -0.005 0.023
Si 47.589 12.241 6.627 0.018 -0.016 0.004
Si 50.34 14.946 6.651 0.004 -0.011 -0.002
Si 53.073 1.325 6.746 0.014 0.002 0
Si 50.29 4.111 6.727 -0.017 -0.002 0.007
Si 53.047 6.811 6.717 -0.002 -0.002 0.008
Si 50.332 9.536 6.597 -0.009 -0.002 -0.019
Si 53.05 12.212 6.627 0.011 0.012 -0.011
Si 55.768 14.914 6.686 0.023 0.002 0.003
Si 58.511 1.346 6.806 -0.023 0.006 0.007
Si 55.785 4.057 6.76 0.02 0.006 0.012
Si 58.514 6.844 6.788 -0.03 0.006 0.017
Si 55.817 9.526 6.707 0.019 -0.008 -0.003
Si 58.536 12.242 6.751 -0.011 -0.005 0.005
Si 61.313 14.912 6.796 0.015 -0.02 0
Si 64.036 1.356 6.829 0.02 0.014 -0.003
Si 61.259 4.079 6.831 0.003 -0.006 0.022
Si 64.016 6.81 6.881 -0.011 -0.001 0.018
Si 61.256 9.561 6.8 0.003 -0.004 0.01
Si 63.996 12.284 6.778 -0.025 0.008 -0.011
Si 2.768 16.364 8.286 -0.019 -0.005 -0.001
Si 5.532 2.769 8.337 0.015 -0.007 -0.01
Si 2.809 5.463 8.297 0 -0.002 -0.003
Si 5.511 8.189 8.303 -0.005 0.008 0.003
Si 2.81 10.895 8.269 0.006 0.002 0.009
Si 5.507 13.608 8.355 -0.015 0.019 -0.002
Si 8.234 16.324 8.399 -0.001 0.004 0.018
Si 10.932 2.768 8.408 0.001 -0.033 0.004
Si 8.228 5.462 8.331 -0.011 -0.017 -0.014
Si 10.96 8.209 8.392 0.002 -0.01 0.004
Si 8.246 10.89 8.355 -0.002 -0.028 -0.003
Si 10.975 13.61 8.374 0.013 -0.007 -0.023
Si 13.608 16.296 8.462 -0.04 0.011 -0.003
Si 16.387 2.776 8.475 0.003 0.004 -0.001
Si 13.646 5.496 8.409 0.03 -0.011 0.005
Si 16.314 8.203 8.348 0.009 -0.015 -0.01
Si 13.645 10.86 8.37 -0.019 -0.005 -0.003
Si 16.351 13.589 8.417 -0.004 -0.01 0.014
Si 19.059 16.328 8.391 0.003 0.007 0.003
Si 21.71 2.707 8.351 0 -0.011 -0.004
Si 19.027 5.439 8.39 0.009 -0.016 -0.007
Si 21.723 8.161 8.296 -0.026 0.003 -0.014
Si 19.011 10.852 8.363 -0.016 0.005 -0.001
Si 21.739 13.592 8.362 -0.006 0.005 -0.001
Si 24.461 16.329 8.297 0.024 -0.006 -0.016
Si 27.101 2.677 8.217 -0.011 -0.01 -0.014
Si 24.386 5.435 8.282 0.004 -0.002 0
Si 27.147 8.172 8.238 -0.005 -0.011 0.005
Si 24.477 10.901 8.26 0.001 -0.002 -0.012
Si 27.155 13.609 8.169 0.002 0.011 0.008
Si 29.834 16.287 8.13 -0.012 0.01 0.003
Si 32.585 2.71 8.052 0.01 0.011 0.001
Si 29.853 5.431 8.195 0.022 0.01 0.002
Si 32.564 8.159 8.127 -0.016 0.006 0
Si 29.869 10.932 8.15 -0.005 0.004 0
Si 32.565 13.59 8.048 0.003 -0.009 -0.014
Si 35.327 16.339 8.025 0.015 0.007 0.006
Si 38.015 2.697 7.966 -0.009 -0.029 0
Si 35.298 5.413 8.038 -0.002 0.002 0.001
Si 37.984 8.133 8.03 -0.014 0.013 0.002
Si 35.309 10.89 8.062 0.011 -0.005 0.008
Si 38.076 13.621 7.979 0.009 -0.005 0
Si 40.777 16.333 7.925 -0.028 0.014 0.008
Si 43.459 2.698 7.944 -0.006 0.005 0.007
Si 40.731 5.418 7.992 0.012 -0.008 0.01
Si 43.483 8.167 7.995 0.012 0.002 0.003
Si 40.744 10.907 7.954 -0.01 -0.002 -0.016
Si 43.469 13.646 7.963 0.009 0.012 0.013
Si 46.184 16.311 7.982 0.033 -0.02 0.008
Si 48.896 2.725 8.013 0.011 0.002 0.006
Si 46.222 5.436 7.961 0.01 0.003 -0.007
Si 48.995 8.176 8.009 0.011 -0.013 -0.005
Si 46.22 10.911 8.015 -0.019 0.014 0.015
Si 48.955 13.59 7.991 -0.014 0.012 0.016
Si 51.673 16.292 8.053 -0.015 0.011 0.011
Si 54.42 2.695 8.103 -0.014 -0.006 0.008
Si 51.671 5.459 8.069 0.003 -0.012 0.006
Si 54.43 8.165 8.053 0.004 -0.014 0.001
Si 51.678 10.874 7.997 0.005 0.001 -0.001
Si 54.392 13.57 8.033 -0.003 -0.003 -0.008
Si 57.118 16.277 8.09 0.015 -0.007 -0.001
Si 59.877 2.709 8.157 0.002 -0.007 -0.001
Si 57.134 5.45 8.103 -0.018 0.003 0.002
Si 59.885 8.188 8.142 0.007 0.017 0
Si 57.159 10.877 8.09 0.008 -0.005 0.007
Si 59.892 13.587 8.13 0.006 0.007 -0.002
Si 62.64 16.31 8.159 -0.003 -0.003 -0.01
Si 0.074 2.734 8.219 0 0.007 0.001
Si 62.617 5.441 8.193 0 0.004 0
Si 0.074 8.19 8.232 -0.004 -0.008 0.003
Si 62.624 10.919 8.146 -0.002 -0.014 -0.011
Si 0.046 13.632 8.192 0.019 0.008 -0.005
Si 1.408 1.399 9.623 0.015 0.011 0.004
Si 4.166 4.132 9.675 0.01 0.017 0.005
Si 1.416 6.83 9.61 0.005 -0.001 0.001
Si 4.144 9.547 9.653 -0.001 0.005 -0.003
Si 1.407 12.272 9.571 -0.003 -0.002 -0.001
Si 4.124 14.996 9.653 0.002 -0.013 0.014
Si 6.857 1.388 9.71 -0.027 -0.032 -0.002
Si 9.562 4.126 9.741 0.013 0.003 0
Si 6.866 6.835 9.678 -0.022 -0.001 -0.006
Si 9.59 9.557 9.746 -0.003 0.008 -0.002
Si 6.883 12.263 9.703 -0.002 0.024 0
Si 9.614 14.978 9.738 -0.006 0.02 -0.004
Si 12.274 1.394 9.773 0.021 0.026 0.012
Si 14.992 4.132 9.783 -0.009 0.008 0.006
Si 12.298 6.852 9.771 0.008 -0.003 0.007
Si 14.984 9.528 9.765 -0.016 -0.012 -0.001
Si 12.315 12.251 9.745 0.013 -0.003 -0.008
Si 14.987 14.939 9.789 0.002 -0.011 -0.006
Si 17.725 1.37 9.783 0.021 0.021 0.009
Si 20.385 4.074 9.736 -0.008 0.007 0
Si 17.679 6.836 9.719 0.011 0.005 0.004
Si 20.383 9.497 9.699 -0.002 -0.016 0.003
Si 17.706 12.234 9.758 0.007 0 0
Si 20.413 14.964 9.738 0.014 0.015 -0.002
Si 23.108 1.362 9.676 -0.005 0.015 -0.006
Si 25.774 4.056 9.601 -0.017 -0.015 -0.006
Si 23.076 6.804 9.667 0.001 -0.008 -0.003
Si 25.822 9.532 9.618 0.018 0.008 0.005
Si 23.124 12.228 9.666 -0.005 -0.012 0.009
Si 25.826 14.942 9.599 -0.004 -0.021 -0.002
Si 28.517 1.338 9.536 0.023 0.007 -0.004
Si 31.257 4.056 9.478 0.004 0.004 0
Si 28.518 6.798 9.566 -0.008 -0.002 0
Si 31.225 9.533 9.488 0.011 -0.014 -0.004
Si 28.529 12.267 9.538 0.002 0.008 0.01
Si 31.228 14.931 9.461 -0.015 0.005 0.001
Si 33.963 1.357 9.41 -0.004 0.008 -0.003
Si 36.676 4.049 9.371 0.004 0.014 0.001
Si 33.964 6.785 9.432 0.013 0.003 0.003
Si 36.658 9.505 9.407 -0.003 -0.015 0.014
Si 33.942 12.241 9.421 -0.004 -0.012 -0.007
Si 36.702 14.963 9.36 -0.001 0.008 0.003
Si 39.401 1.344 9.318 0.008 0.004 0
Si 42.108 4.055 9.331 -0.017 -0.011 0.005
Si 39.381 6.782 9.363 -0.011 0.002 0.002
Si 42.111 9.544 9.327 0.01 0.003 -0.002
Si 39.407 12.245 9.356 -0.006 0.005 0.004
Si 42.109 14.98 9.335 0.007 -0.004 0.006
Si 44.822 1.357 9.331 -0.009 -0.002 -0.002
Si 47.555 4.091 9.369 0.015 -0.008 0
Si 44.853 6.791 9.332 -0.016 -0.011 0.004
Si 47.584 9.519 9.349 0.004 0.005 -0.004
Si 44.835 12.278 9.337 0.026 0.014 0.004
Si 47.566 14.953 9.334 -0.009 0.002 0
Si 50.28 1.358 9.361 -0.016 -0.009 -0.007
Si 53.025 4.072 9.414 -0.001 0.003 -0.002
Si 50.317 6.823 9.413 0.016 0.014 0.017
Si 53.042 9.525 9.382 -0.001 0.001 -0.007
Si 50.306 12.226 9.357 0.003 0.002 -0.005
Si 53.033 14.929 9.403 -0.008 -0.007 0
Si 55.769 1.328 9.453 -0.01 0 0.004
Si 58.496 4.089 9.469 0.019 0.003 0.003
Si 55.752 6.796 9.442 -0.001 -0.007 0.006
Si 58.492 9.52 9.476 -0.007 -0.009 0.002
Si 55.767 12.236 9.418 0.001 0.005 -0.001
Si 58.5 14.945 9.462 0.005 0.011 0.004
Si 61.237 1.337 9.502 0 0.001 0.003
Si 63.959 4.076 9.559 -0.009 -0.016 0.006
Si 61.237 6.821 9.506 0.007 0.004 0
Si 63.96 9.556 9.539 0.005 0.004 0.002
Si 61.23 12.234 9.507 -0.007 0 -0.001
Si 63.965 14.97 9.559 -0.002 0.002 0.004
Si 0.03 16.335 10.93 0.003 0.009 0
Si 2.773 2.758 10.98 0.012 -0.012 0
Si 0.027 5.453 10.923 -0.002 -0.01 -0.005
Si 2.761 8.191 10.984 0.001 -0.005 0.005
Si 0.029 10.909 10.914 -0.006 -0.003 -0.008
Si 2.747 13.625 10.967 -0.01 0.015 0
Si 5.48 16.351 11.036 0.007 0.016 0.005
Si 8.205 2.756 11.081 -0.016 0.012 -0.008
Si 5.503 5.494 11.043 -0.01 0.008 0.004
Si 8.214 8.191 11.068 0.014 -0.012 -0.005
Si 5.491 10.912 11.027 -0.001 -0.029 0.002
Si 8.229 13.633 11.075 -0.003 -0.008 -0.006
Si 10.928 16.354 11.127 0.006 -0.006 0.004
Si 13.64 2.75 11.124 -0.007 -0.003 0.001
Si 10.927 5.479 11.107 0.001 -0.003 0.001
Si 13.643 8.192 11.154 0.001 -0.007 0.01
Si 10.938 10.923 11.117 -0.007 -0.003 -0.004
Si 13.643 13.598 11.152 -0.003 -0.01 0.008
Si 16.345 16.33 11.125 -0.015 0.01 -0.004
Si 19.063 2.73 11.139 0.024 -0.024 0.013
Si 16.35 5.49 11.127 -0.018 0.01 -0.005
Si 19.044 8.166 11.097 0.007 -0.001 0.004
Si 16.345 10.894 11.126 0.005 0.013 0.001
Si 19.056 13.609 11.104 -0.009 -0.008 -0.003
Si 21.779 16.326 11.069 0.011 -0.001 0.007
Si 24.458 2.725 11.024 -0.013 0.018 0.003
Si 21.751 5.449 11.064 -0.011 0.005 0.009
Si 24.469 8.166 10.989 -0.013 0 -0.005
Si 21.761 10.873 11.029 0.003 0.001 -0.005
Si 24.488 13.6 10.998 0.013 0.011 0.001
Si 27.193 16.305 10.939 -0.007 -0.003 -0.001
Si 29.905 2.705 10.861 0.008 0.004 0.001
Si 27.169 5.425 10.925 0.015 -0.002 -0.007
Si 29.9 8.17 10.884 -0.011 0.007 0.004
Si 27.205 10.896 10.934 0.006 0.009 0.005
Si 29.91 13.597 10.888 0.006 -0.013 0.003
Si 32.614 16.306 10.786 -0.008 0.009 -0.002
Si 35.334 2.705 10.768 0.007 0.003 0.004
Si 32.624 5.428 10.816 0.003 -0.008 0.002
Si 35.325 8.144 10.792 -0.003 0.011 0.005
Si 32.618 10.876 10.825 0.001 -0.009 0.002
Si 35.339 13.604 10.743 -0.003 0.008 -0.006
Si 38.064 16.309 10.724 0.016 -0.005 -0.002
Si 40.75 2.703 10.701 0.003 0 0
Si 38.033 5.417 10.733 -0.008 -0.008 0.005
Si 40.756 8.167 10.689 -0.005 0.008 -0.012
Si 38.047 10.877 10.727 -0.001 -0.004 -0.002
Si 40.772 13.6 10.712 0.002 0.002 0.004
Si 43.474 16.323 10.709 0.004 0.011 0.01
Si 46.184 2.714 10.699 -0.01 0.007 0
Si 43.478 5.427 10.683 0.004 -0.003 -0.001
Si 46.215 8.15 10.7 0.017 -0.014 0
Si 43.481 10.894 10.694 0.001 0.007 -0.003
Si 46.205 13.609 10.708 0 0.003 0.003
Si 48.915 16.316 10.707 0.005 0.003 -0.003
Si 51.637 2.711 10.741 -0.007 0 -0.005
Si 48.93 5.444 10.732 -0.008 0.008 0.007
Si 51.69 8.172 10.76 0.004 -0.009 0.008
Si 48.943 10.871 10.719 0.014 -0.001 0.005
Si 51.655 13.573 10.738 -0.004 0 0.01
Si 54.38 16.293 10.78 0.004 0 0.007
Si 57.123 2.709 10.802 -0.004 -0.003 0
Si 54.379 5.433 10.781 0.001 -0.003 -0.001
Si 57.116 8.149 10.802 0.001 0 0
Si 54.396 10.872 10.762 0 0.006 0.003
Si 57.119 13.584 10.805 0.011 0.005 0.003
Si 59.848 16.301 10.84 -0.002 -0.006 0.004
Si 62.574 2.705 10.881 0.002 -0.007 -0.001
Si 59.851 5.449 10.832 0.006 -0.001 -0.005
Si 62.586 8.181 10.875 -0.006 0.002 -0.002
Si 59.847 10.872 10.842 0.002 -0.011 -0.004
Si 62.575 13.598 10.875 -0.008 0.003 -0.002
Si 1.38 14.989 12.305 -0.002 -0.002 0.009
Si 4.114 1.41 12.363 -0.012 0 0.009
Si 1.38 4.11 12.302 0.012 0.014 0.004
Si 4.117 6.854 12.363 0.015 -0.002 0.003
Si 1.375 9.561 12.3 0.001 -0.002 0.008
Si 4.107 12.285 12.35 0.007 0.011 0.001
Si 6.856 15.009 12.403 0.003 -0.005 -0.008
Si 9.559 1.407 12.461 0 0 -0.007
Si 6.847 4.133 12.417 0 -0.003 0
Si 9.569 6.852 12.452 -0.01 0 -0.002
Si 6.844 9.572 12.402 -0.008 0.005 -0.006
Si 9.578 12.3 12.467 0.009 0.015 -0.001
Si 12.293 14.999 12.488 0.009 0.002 -0.002
Si 14.993 1.386 12.484 -0.012 0.015 -0.008
Si 12.279 4.111 12.475 0.007 -0.006 -0.006
Si 15.005 6.832 12.511 0.009 -0.007 0.002
Si 12.29 9.571 12.499 0.011 0.002 0.001
Si 15.013 12.26 12.512 -0.008 -0.01 0.001
Si 17.708 14.97 12.483 0.013 -0.01 -0.007
Si 20.433 1.36 12.46 0 0.017 -0.002
Si 17.697 4.107 12.483 -0.011 0.016 -0.004
Si 20.408 6.802 12.443 -0.003 -0.014 0.007
Si 17.712 9.537 12.477 -0.007 -0.008 -0.002
Si 20.427 12.234 12.424 0.014 0.008 -0.002
Si 23.149 14.954 12.39 -0.008 0.001 0.003
Si 25.848 1.342 12.326 0.003 0.004 -0.004
Si 23.123 4.087 12.408 0.006 0 0.004
Si 25.84 6.788 12.32 0.003 -0.016 -0.003
Si 23.13 9.518 12.377 -0.005 -0.008 0
Si 25.863 12.237 12.326 -0.005 -0.016 0
Si 28.57 14.946 12.276 0.011 0.013 0.005
Si 31.282 1.337 12.191 -0.011 0 -0.003
Si 28.565 4.069 12.248 -0.011 0.004 -0.008
Si 31.287 6.794 12.202 0.008 -0.003 -0.003
Si 28.569 9.522 12.273 0.007 -0.004 0.001
Si 31.277 12.219 12.221 -0.007 -0.002 0.007
Si 33.99 14.944 12.135 -0.001 0.003 -0.009
Si 36.706 1.337 12.109 0 -0.005 -0.002
Si 33.996 4.066 12.157 0.004 0.004 0.001
Si 36.7 6.776 12.128 0.006 -0.011 0.004
Si 33.983 9.504 12.169 -0.009 -0.012 0.006
Si 36.693 12.227 12.105 -0.005 -0.006 0.003
Si 39.413 14.939 12.09 -0.004 0.004 0.004
Si 42.113 1.356 12.073 -0.012 0 0.005
Si 39.398 4.056 12.081 0.004 0.003 -0.005
Si 42.119 6.8 12.039 -0.003 0 -0.004
Si 39.414 9.513 12.081 0.003 -0.004 0.002
Si 42.13 12.239 12.081 0.003 0.014 0.007
Si 44.842 14.963 12.069 0.008 -0.002 -0.001
Si 47.545 1.353 12.064 0.007 -0.003 -0.005
Si 44.832 4.073 12.06 0.002 -0.015 0.006
Si 47.564 6.799 12.086 0.006 -0.002 0.01
Si 44.841 9.517 12.047 -0.005 0.012 0.002
Si 47.566 12.235 12.057 -0.006 0.005 -0.005
Si 50.28 14.953 12.063 -0.01 0 -0.008
Si 52.997 1.35 12.102 -0.011 -0.006 0.001
Si 50.283 4.078 12.102 0.003 0 0.006
Si 53.024 6.8 12.137 0.001 0.006 0.012
Si 50.307 9.523 12.097 0.009 -0.001 0
Si 53.013 12.22 12.106 -0.007 0.01 -0.006
Si 55.737 14.941 12.15 0 0.009 0.002
Si 58.468 1.348 12.173 0.019 0.008 0.006
Si 55.74 4.074 12.137 -0.011 0.005 0.001
Si 58.466 6.793 12.173 0 0.001 -0.002
Si 55.746 9.509 12.139 0.006 -0.016 -0.004
Si 58.466 12.218 12.184 0 -0.012 -0.001
Si 61.187 14.932 12.216 0.015 -0.003 0.004
Si 63.92 1.352 12.261 0 -0.006 0.009
Si 61.194 4.083 12.199 -0.008 0.003 -0.001
Si 63.931 6.821 12.252 -0.01 0.003 0.004
Si 61.191 9.517 12.214 -0.01 0.006 -0.002
Si 63.92 12.25 12.255 -0.002 0.007 0.001
Si 2.726 16.364 13.673 0.022 0.002 -0.006
Si 5.462 2.776 13.741 0.008 0.003 0
Si 2.73 5.48 13.669 0.006 0.001 -0.008
Si 5.463 8.22 13.735 -0.012 -0.008 -0.005
Si 2.718 10.925 13.679 -0.003 -0.013 -0.004
Si 5.464 13.655 13.719 0.002 0.009 -0.01
Si 8.192 16.371 13.801 -0.012 -0.002 0.005
Si 10.921 2.755 13.838 0.001 0.004 0
Si 8.202 5.491 13.79 0.014 0.002 0
Si 10.918 8.208 13.837 -0.007 -0.002 0
Si 8.18 10.946 13.782 -0.009 -0.029 -0.002
Si 10.921 13.67 13.851 0.002 0.005 0.006
Si 13.646 16.358 13.862 0.001 -0.004 -0.002
Si 16.341 2.743 13.85 -0.009 -0.016 -0.002
Si 13.645 5.451 13.848 -0.01 0.004 -0.004
Si 16.366 8.196 13.864 0 0 0
Si 13.651 10.923 13.876 -0.002 0.006 0
Si 16.363 13.632 13.877 -0.01 0.013 0.007
Si 19.076 16.329 13.833 0.006 0.014 0.004
Si 21.789 2.728 13.797 -0.008 -0.004 0.006
Si 19.064 5.46 13.835 0.007 -0.012 0.003
Si 21.786 8.173 13.768 0.002 -0.002 0
Si 19.08 10.902 13.825 -0.007 -0.002 -0.001
Si 21.791 13.6 13.758 0.004 -0.006 -0.002
Si 24.519 16.31 13.73 0.002 -0.001 0.004
Si 27.228 2.716 13.64 0.012 0.001 -0.008
Si 24.506 5.45 13.733 -0.014 -0.002 0.006
Si 27.221 8.16 13.642 0.002 0.004 -0.005
Si 24.511 10.887 13.701 0.011 0.016 -0.004
Si 27.241 13.582 13.668 -0.009 0.002 0.003
Si 29.949 16.312 13.596 0.008 0.001 0.002
Si 32.659 2.697 13.531 0.005 0.001 -0.003
Si 29.942 5.438 13.581 0 0.011 -0.01
Si 32.649 8.149 13.564 -0.001 -0.001 0.001
Si 29.948 10.862 13.626 -0.011 -0.008 0.008
Si 32.666 13.582 13.54 -0.002 0.004 0.005
Si 35.364 16.289 13.487 0.003 0.005 -0.001
Si 38.054 2.704 13.473 0 -0.005 0.006
Si 35.348 5.431 13.518 0.003 -0.001 0.005
Si 38.078 8.145 13.463 0.004 0.013 -0.007
Si 35.358 10.867 13.504 -0.003 -0.006 -0.002
Si 38.071 13.565 13.467 -0.001 0.013 -0.003
Si 40.767 16.308 13.442 0.009 -0.007 -0.005
Si 43.481 2.717 13.43 -0.003 0.009 0.006
Si 40.763 5.439 13.409 -0.009 -0.005 -0.011
Si 43.476 8.154 13.409 -0.009 -0.014 -0.006
Si 40.777 10.863 13.448 -0.004 -0.003 -0.002
Si 43.494 13.602 13.439 0.025 0.011 0.005
Si 46.202 16.31 13.44 -0.018 0.004 0.009
Si 48.893 2.715 13.433 -0.01 -0.017 -0.003
Si 46.187 5.432 13.427 0 0.002 -0.001
Si 48.946 8.15 13.439 0.005 0.006 -0.006
Si 46.207 10.871 13.41 0.02 0.004 0.006
Si 48.92 13.598 13.417 0.021 0.009 -0.004
Si 51.63 16.301 13.441 -0.005 0.001 0.001
Si 54.354 2.715 13.464 0.005 -0.002 -0.008
Si 51.644 5.437 13.475 0.002 -0.005 0.005
Si 54.395 8.15 13.501 0.012 0.01 0.006
Si 51.662 10.868 13.478 0.003 0.001 0.007
Si 54.357 13.57 13.48 -0.006 -0.018 0.005
Si 57.089 16.304 13.517 -0.006 0.007 0.01
Si 59.809 2.725 13.531 0.014 0.005 0.005
Si 57.087 5.436 13.513 0.01 -0.008 -0.005
Si 59.813 8.147 13.545 0.003 -0.002 0.005
Si 57.098 10.845 13.525 -0.001 0.007 0
Si 59.823 13.556 13.563 -0.006 0 0.002
Si 62.547 16.282 13.579 -0.022 -0.008 -0.002
Si -0.006 2.727 13.612 -0.001 -0.019 -0.009
Si 62.543 5.446 13.571 -0.002 -0.004 -0.005
Si -0.001 8.186 13.628 0.002 0.003 -0.002
Si 62.533 10.879 13.584 0 -0.011 -0.009
Si -0.007 13.616 13.616 -0.005 0.013 -0.008
Si 1.325 1.377 15.004 0.004 0.001 0.02
Si 4.066 4.136 15.058 -0.012 0.016 -0.004
Si 1.373 6.854 15 0.003 -0.015 -0.004
Si 4.082 9.594 15.055 0.02 -0.003 0.006
Si 1.332 12.286 15.009 0.008 0.013 0.013
Si 4.098 15.038 15.041 -0.001 -0.006 0
Si 6.811 1.425 15.121 0.011 0.005 0.002
Si 9.564 4.146 15.167 -0.006 -0.014 -0.001
Si 6.815 6.867 15.103 0.002 -0.006 -0.005
Si 9.535 9.599 15.15 0.021 0.015 0.002
Si 6.813 12.333 15.12 -0.008 0.021 0.006
Si 9.564 15.056 15.204 -0.011 0.006 -0.002
Si 12.271 1.391 15.222 0.012 -0.003 -0.01
Si 14.979 4.082 15.237 -0.018 0.002 -0.001
Si 12.291 6.829 15.184 0.013 -0.011 -0.005
Si 15.019 9.563 15.235 0.007 -0.006 -0.005
Si 12.302 12.327 15.209 0.016 -0.006 -0.007
Si 15.022 15.029 15.243 -0.016 0.005 -0.005
Si 17.714 1.38 15.195 -0.003 -0.01 -0.004
Si 20.426 4.082 15.172 -0.002 0.004 0.007
Si 17.728 6.83 15.214 -0.024 0.02 0.002
Si 20.451 9.529 15.161 0.012 -0.006 -0.012
Si 17.74 12.265 15.218 0.011 0.008 0.004
Si 20.453 14.949 15.156 0.006 -0.02 -0.014
Si 23.167 1.347 15.11 -0.001 0.014 -0.002
Si 25.895 4.064 15.04 0.02 -0.008 -0.006
Si 23.159 6.818 15.111 -0.009 0.007 0.006
Si 25.884 9.518 15.027 -0.015 -0.008 -0.004
Si 23.167 12.24 15.085 -0.008 0 -0.012
Si 25.896 14.928 15.053 0.011 0 0.009
Si 28.602 1.353 14.971 -0.021 0.016 -0.006
Si 31.319 4.064 14.904 0.002 -0.009 -0.01
Si 28.614 6.808 14.969 -0.012 -0.005 -0.003
Si 31.321 9.496 14.972 0.002 -0.017 0
Si 28.602 12.208 15.015 0.02 -0.006 0.004
Si 31.322 14.935 14.92 -0.014 0.01 -0.005
Si 34.027 1.324 14.872 0.01 -0.009 -0.005
Si 36.702 4.057 14.86 -0.005 0.004 0.002
Si 34.018 6.794 14.916 -0.009 0.006 0
Si 36.73 9.494 14.84 0.012 -0.017 0.005
Si 34.015 12.208 14.903 -0.007 0.012 0.007
Si 36.713 14.907 14.841 -0.004 0.005 -0.006
Si 39.412 1.331 14.821 -0.012 0.007 0
Si 42.124 4.098 14.77 -0.019 0.002 -0.006
Si 39.437 6.781 14.819 0.023 -0.024 -0.002
Si 42.135 9.499 14.808 0.003 0.002 0.004
Si 39.425 12.198 14.839 -0.008 -0.003 0.006
Si 42.132 14.962 14.804 -0.016 0.012 0.003
Si 44.835 1.348 14.794 0.025 0 0.002
Si 47.536 4.076 14.802 0.003 -0.009 0.002
Si 44.819 6.792 14.776 0.003 0.005 -0.006
Si 47.578 9.519 14.767 0.005 -0.002 0.005
Si 44.862 12.23 14.785 -0.015 0.006 0.001
Si 47.563 14.934 14.797 0.028 -0.014 -0.012
Si 50.25 1.339 14.776 -0.001 0.003 -0.009
Si 53.021 4.088 14.834 0.001 -0.006 0.013
Si 50.281 6.794 14.837 0.001 0 0.008
Si 53.023 9.5 14.846 -0.001 0.003 -0.001
Si 50.283 12.258 14.786 -0.018 0.004 -0.008
Si 52.984 14.942 14.813 0.007 0.002 -0.001
Si 55.697 1.361 14.837 -0.004 -0.006 -0.002
Si 58.42 4.071 14.881 0.016 -0.009 -0.002
Si 55.754 6.808 14.887 -0.012 0.004 0
Si 58.449 9.486 14.912 -0.018 -0.009 -0.004
Si 55.693 12.189 14.845 0.001 0.004 -0.013
Si 58.425 14.908 14.874 0.014 0 0.007
Si 61.161 1.342 14.863 0.003 -0.001 -0.011
Si 63.902 4.092 14.933 -0.003 0.013 -0.007
Si 61.153 6.789 14.913 0.003 -0.005 -0.007
Si 63.877 9.531 14.954 -0.007 0.005 -0.011
Si 61.16 12.194 14.967 0.008 -0.006 0.012
Si 63.889 14.928 14.974 0.007 -0.005 0.01
Si -0.05 16.307 16.33 -0.006 -0.011 -0.003
Si 2.667 2.762 16.36 -0.013 0.001 0.003
Si -0.009 5.458 16.284 -0.007 -0.016 0.002
Si 2.709 8.232 16.388 -0.006 0.009 0
Si -0.074 10.913 16.317 0.003 -0.035 0.005
Si 2.702 13.681 16.337 0.011 0.027 -0.004
Si 5.413 16.406 16.456 -0.003 -0.002 0.007
Si 8.169 2.792 16.482 0.003 0.016 0
Si 5.404 5.527 16.42 0.014 0.001 -0.004
Si 8.163 8.228 16.478 -0.018 -0.017 -0.001
Si 5.408 10.979 16.43 -0.023 -0.003 0.002
Si 8.152 13.716 16.509 0.006 -0.013 -0.003
Si 10.914 16.4 16.634 0.024 -0.012 0.013
Si 13.621 2.713 16.624 -0.031 -0.01 0.003
Si 10.947 5.471 16.553 0.012 0.006 0.004
Si 13.649 8.179 16.551 -0.009 0.01 -0.013
Si 10.891 10.98 16.503 -0.022 0.001 -0.008
Si 13.649 13.697 16.602 0.024 0.022 -0.005
Si 16.391 16.378 16.631 0.015 0.027 -0.003
Si 19.075 2.72 16.554 -0.009 0.015 -0.007
Si 16.363 5.453 16.555 0.019 -0.014 0.006
Si 19.105 8.198 16.564 0.003 -0.003 0.01
Si 16.388 10.923 16.605 -0.024 -0.009 0.011
Si 19.107 13.631 16.571 0.025 0.001 -0.004
Si 21.839 16.291 16.495 -0.006 0 0.002
Si 24.553 2.704 16.428 -0.006 -0.006 0.005
Si 21.798 5.466 16.482 -0.004 -0.016 -0.006
Si 24.538 8.203 16.431 0.008 0.012 -0.003
Si 21.832 10.901 16.482 0.008 0.014 0.006
Si 24.542 13.575 16.436 -0.006 -0.013 -0.004
Si 27.28 16.302 16.358 0.021 0.011 0.001
Si 29.991 2.711 16.291 -0.005 0.012 -0.004
Si 27.283 5.448 16.341 -0.006 0 -0.009
Si 29.964 8.153 16.357 0.01 -0.002 0
Si 27.247 10.85 16.4 -0.01 -0.016 -0.001
Si 30.007 13.57 16.316 -0.002 0.005 0.003
Si 32.705 16.275 16.26 -0.002 0.009 -0.006
Si 35.364 2.684 16.244 -0.007 -0.003 0.001
Si 32.661 5.423 16.273 0.008 -0.004 -0.006
Si 35.4 8.165 16.255 0.012 -0.004 -0.006
Si 32.693 10.856 16.321 -0.01 -0.023 0.014
Si 35.401 13.538 16.252 0.022 0.01 0.007
Si 38.062 16.271 16.189 0.002 -0.01 -0.002
Si 40.781 2.733 16.122 0.027 -0.001 -0.004
Si 38.062 5.443 16.187 -0.006 0.016 0.004
Si 40.802 8.124 16.198 0.001 -0.004 -0.002
Si 38.085 10.816 16.226 0.005 -0.002 -0.013
Si 40.804 13.573 16.162 0.012 0.021 -0.015
Si 43.483 16.323 16.176 -0.02 0.002 0.013
Si 46.166 2.721 16.163 -0.007 -0.008 0.004
Si 43.447 5.459 16.163 0.006 0.018 -0.003
Si 46.21 8.148 16.094 0.008 0.001 -0.008
Si 43.518 10.861 16.145 0.002 0 -0.004
Si 46.224 13.563 16.171 0 -0.008 0.009
Si 48.912 16.296 16.16 -0.006 -0.001 0.01
Si 51.611 2.705 16.108 -0.001 -0.012 -0.015
Si 48.887 5.435 16.174 -0.006 0.01 0.012
Si 51.675 8.136 16.196 0.001 -0.01 0.005
Si 48.929 10.895 16.123 0.009 0.012 -0.002
Si 51.622 13.596 16.182 -0.005 0.011 0.008
Si 54.343 16.295 16.168 -0.02 0.011 -0.005
Si 57.023 2.728 16.22 -0.013 0.019 0.004
Si 54.384 5.453 16.224 0.01 0.014 0.014
Si 57.106 8.141 16.305 0.027 0.002 -0.005
Si 54.365 10.837 16.248 0.011 0.009 0.005
Si 57.038 13.528 16.204 -0.02 -0.021 -0.001
Si 59.782 16.3 16.186 0.008 -0.001 -0.004
Si 62.52 2.688 16.219 0.01 -0.005 -0.005
Si 59.768 5.429 16.249 -0.028 0.025 0.007
Si 62.51 8.14 16.277 -0.004 -0.007 -0.007
Si 59.791 10.805 16.317 0.021 -0.006 0.007
Si 62.538 13.536 16.329 0.001 -0.002 0.012
O 4.121 11.567 2.005 0.303 -0.281 0.021
O 7.772 1.333 33.121 -0.108 0.363 0.05
O 13.493 1.806 0.964 -0.144 0.312 -0.258
O 6.289 9.333 0.117 -0.313 0.601 -0.409
O 15.144 7.207 1.994 -0.364 0.141 -0.028
O 14.653 11.37 1.617 0.561 -0.119 0.051
O 14.637 13.687 0.531 -0.662 0.316 0.087
O 18.1 11.301 33.191 -0.343 -0.07 -0.412
O 22.645 9.006 2.131 0.482 -0.246 -0.061
O 26.594 13.017 1.063 0.004 0.412 -0.238
O 29.04 13.16 0.267 0.267 0.555 0.452
O 29.222 13.353 31.076 0.237 -0.057 -0.548
O 29.991 16.315 1.206 -0.335 0.032 -0.163
O 27.597 9.013 1.532 -0.403 0.024 -0.386
O 34.104 4.623 1.74 0.002 -0.055 0.15
O 39.073 14.068 1.414 -0.221 -0.465 -0.042
O 49.005 5.46 0.934 -0.021 -0.038 -0.314
O 8.516 1.79 22.845 -0.225 -0.636 -0.13
O 6.861 3.644 23.23 -0.156 -0.138 0.639
O 9.062 13.152 22.783 -0.086 0.395 0.259
O 13.958 2.54 23.537 0.261 0.357 0.12
O 12.853 13.884 23.16 -0.023 -0.417 0.255
O 15.905 0.858 23.359 0.176 -0.005 -0.219
O 25.012 16.601 23.601 0.137 -0.167 0.407
O 40.778 8.686 22.899 0.454 -0.302 0.264
O 45.571 3.924 22.531 0.27 0.384 0.076
O 47.031 9.654 24.167 0.044 -0.083 -0.399
O 43.928 9.98 23.098 0.259 -0.453 -0.263
O 58.111 10.054 26.119 -0.511 0.205 -0.218
O 61.22 8.989 23.157 -0.218 -0.149 -0.192
O 2.425 16.543 23.524 -0.183 0.227 0.17
O 0.897 14.787 24.625 0.241 -0.036 0.104
O 4.221 1.66 24.69 0.43 -0.322 -0.175
O 2.11 5.486 23.854 -0.027 0.307 0.083
O 63.578 1.01 27.03 -0.236 0.141 0.492
O 0.667 1.468 26.056 0.12 -0.343 -0.316
O 3.098 5.904 26.277 -0.249 -0.286 0.168
O 63.131 8.466 31.036 0.046 0.416 0.27
O 5.122 1.208 29.485 -0.422 0.364 0.056
O 4.575 12.592 24.754 -0.257 0.387 0.343
O 1.909 10.029 24.611 0.09 0.447 -0.097
O 6.803 15.432 24.56 -0.011 0.211 0.311
O 9.817 1.223 25.007 0.017 -0.369 0.313
O 11.179 2.62 0.1 -0.447 0.502 0.059
O 8.286 11.168 24.231 -0.076 -0.213 -0.139
O 10.587 12.423 24.776 0.241 -0.1 -0.004
O 6.212 9.495 24.355 -0.307 -0.263 0.31
O 8.198 16.501 26.681 -0.219 -0.173 0.697
O 11.689 14.906 25.132 0.331 0.287 0.221
O 13.526 16.299 23.984 0.261 -0.004 -0.185
O 12.339 6.01 26.918 0.25 0.601 -0.342
O 10.72 3.1 23.536 -0.223 0.061 0.015
O 12.168 5.119 24.418 -0.308 0.533 -0.149
O 13.106 12.431 27.584 0.021 -0.267 -0.319
O 28.035 11.031 30.506 0.534 -0.035 0.248
O 20.974 16.394 28.032 -0.22 0.364 0.081
O 18.643 3.688 24.991 0.013 -0.465 0.305
O 15.331 4.999 28.007 -0.662 0.067 0.102
O 22.806 3.387 24.136 -0.079 0.128 0.1
O 29.391 3.342 32.071 0.071 -0.142 0.131
O 17.853 10.014 24.476 -0.059 -0.141 0.277
O 21.69 12.85 24.45 0.388 -0.107 -0.098
O 21.044 15.016 25.788 -0.18 0.278 -0.319
O 23.446 14.832 24.767 0.419 -0.23 0.27
O 28.832 4.254 24.314 0.019 0.248 0.446
O 27.868 8.44 25.03 0.367 0.062 -0.153
O 19.567 5.607 23.692 -0.223 0.268 0.407
O 24.619 5.32 23.663 -0.067 0.104 0.554
O 25.997 12.287 27.012 -0.145 -0.25 0.151
O 21.46 10.052 30.653 -0.383 -0.582 0.083
O 30.897 11.965 27.081 0.036 0.301 0.426
O 30.511 6.385 24.153 -0.198 0.279 -0.036
O 24.662 7.626 28.499 0.243 -0.401 0.151
O 31.661 1.401 24.438 -0.156 -0.356 0.221
O 32.614 8.036 23.655 -0.038 -0.028 0.49
O 40 11.185 31.859 -0.452 0.358 0.075
O 33.522 8.851 31.73 -0.457 0.056 -0.038
O 30.58 7.271 29.496 0.43 -0.35 -0.46
O 34.451 9.685 24.557 0.24 0.285 0.092
O 35.359 5.216 23.581 0.049 -0.044 0.534
O 40.365 11.073 24.171 -0.4 0.084 -0.167
O 32.885 16.403 30.41 -0.525 -0.251 0.377
O 34.876 8.776 27.026 0.207 -0.447 -0.212
O 35.154 11.299 26.515 0.043 0.015 0.649
O 38.361 13.626 23.427 0.022 -0.167 0.397
O 40.353 15.267 23.812 0.397 -0.229 -0.151
O 37.227 0.842 28.018 0.673 0.347 0.224
O 43.508 2.547 23.182 0.049 -0.138 -0.485
O 42.68 10.937 25.32 -0.056 -0.379 0.353
O 42.635 7.468 0.007 -0.097 0.094 -0.364
O 47.265 15.4 24.872 0.468 -0.241 -0.363
O 40.943 15.701 26.271 -0.412 0.185 0.421
O 49.693 1.921 25.217 0.562 -0.134 -0.334
O 47.352 2.962 25.541 0.253 0.181 0.457
O 41.633 4.88 24.377 0.24 -0.444 0.322
O 47.228 7.21 25.08 -0.009 -0.554 0.061
O 53.886 5.525 28.134 -0.466 0.742 -0.038
O 48.932 13.533 23.399 -0.011 -0.117 0.49
O 48.192 14.281 27.176 0.415 -0.554 -0.481
O 50.383 15.55 24.152 -0.542 0.422 0.02
O 51.273 4.79 31.777 0.198 0.102 0.02
O 45.499 1.068 25.081 -0.601 -0.157 0.206
O 60.163 2.351 29.183 0.359 -0.565 -0.146
O 49.164 4.07 23.943 -0.427 0.406 0.534
O 51.35 5.549 23.327 -0.206 -0.198 0.578
O 47.552 4.892 29.754 0.301 -0.29 -0.401
O 48.267 16.839 26.922 -0.276 0.145 0.133
O 50.819 9.591 24.355 -0.174 -0.173 0.267
O 49.189 7.028 29.565 -0.36 0.166 0.155
O 51.915 11.904 24.285 -0.258 0.368 0.298
O 54.026 13.378 23.912 0.381 -0.091 -0.326
O 56.995 4.098 31.51 -0.244 0.035 -0.342
O 55.901 6.509 24.325 0.021 -0.441 -0.272
O 59.408 8.413 27.68 0.701 -0.052 -0.097
O 57.46 15.6 25.846 0.55 -0.315 -0.447
O 53.898 16.63 31.274 -0.294 0.094 -0.025
O 61.908 12.919 26.186 0.085 -0.559 -0.106
O 63.068 1.122 24.481 0.171 0.169 0.364
O 60.449 4.171 24.753 -0.1 -0.165 0.043
O 60.969 6.601 24.108 0.061 0.14 0.507
O 61.982 3.046 30.979 0.269 0.401 -0.422
O 60.414 10.782 24.794 0.336 -0.082 0.283
O 63.995 6.442 0.129 -0.252 0.15 -0.37
O 4.034 7.033 28.447 -0.102 -0.329 0.487
O 6.225 2.845 31.221 -0.114 -0.159 0.29
O 10.742 10.799 31.504 -0.498 -0.137 0.149
O 4.059 7.191 24.253 -0.001 0.242 0.348
O 2.685 8.494 26.659 0.272 -0.034 -0.346
O 5.549 15.429 27.995 0.332 0.048 -0.249
O 3.038 15.811 31.972 0.513 0.076 0.182
O 4.213 4.01 32.37 -0.419 0.462 -0.044
O 11.13 12.137 29.298 -0.063 -0.131 0.007
O 7.843 2.698 26.196 0.089 0.164 -0.703
O 5.189 9.341 28.61 0.135 0.381 -0.509
O 41.788 1.024 24.371 0.322 0.223 0.515
O 9.984 5.994 0.276 0.302 -0.384 0.001
O 12.29 14.524 28.968 0.04 0.336 -0.398
O 8.235 9.234 25.93 -0.341 0.105 0.273
O 64.536 2.519 30.982 0.239 0.547 -0.27
O 7.253 14.022 26.724 -0.004 -0.633 -0.187
O 13.031 5.825 29.463 -0.136 -0.477 0.307
O 15.097 12.529 32.307 0.227 -0.566 -0.015
O 16.63 3.707 29.814 0.374 0.067 0.353
O 20.892 1.548 24.593 -0.114 -0.096 0.245
O 64.516 5.958 25.142 0.319 -0.123 -0.677
O 19.195 10.545 26.64 -0.286 0.153 0.432
O 14.408 8.663 26.229 0.164 -0.485 0.117
O 10.724 13.53 27.133 -0.517 -0.164 0.43
O 20.513 13.839 28.095 -0.414 -0.154 0.422
O 19.431 5.551 26.727 0.425 0.301 -0.202
O 22.993 1.719 26.12 0.053 -0.272 -0.357
O 21.757 7.184 24.103 0.167 -0.307 0.089
O 41.935 12.573 32.936 0.223 0.47 -0.278
O 18.762 15.419 26.928 -0.29 -0.01 0.313
O 63.547 12.648 24.237 0.48 0.047 0.222
O 25.866 14.777 27.727 -0.571 0.148 -0.269
O 24.258 5.633 26.937 -0.105 -0.312 -0.431
O 12.545 16.664 30.591 0.082 -0.095 0.422
O 25.973 5.008 28.841 0.075 0.478 0.118
O 24.495 3.222 31.126 0.007 0.124 0.091
O 26.763 12.897 31.861 -0.71 0.174 -0.167
O 28.456 8.889 29.089 -0.382 -0.186 -0.082
O 11.142 7.437 31.754 -0.005 0.07 -0.122
O 56.825 8.334 27.84 -0.348 0.152 -0.053
O 14.001 14.517 30.952 0.165 0.358 0.422
O 28.575 4.411 0.118 -0.172 0.056 -0.32
O 35.216 6.863 31.281 0.07 0.281 -0.291
O 59.144 6.472 0.258 -0.049 0.003 -0.166
O 39.476 3.384 31.553 -0.49 -0.176 -0.293
O 35.836 8.154 0.374 0.38 0.282 -0.207
O 38.24 7.61 26.734 -0.156 0.616 -0.031
O 59.396 3.109 31.523 -0.184 -0.14 0.32
O 57.842 13.355 32.989 0.132 -0.105 -0.072
O 8.522 6.869 31.131 0.205 0.31 -0.174
O 38.825 8.965 24.581 -0.173 0.09 0.381
O 39.548 6.412 24.765 0.435 0.158 -0.245
O 38.795 7.488 29.342 -0.235 0.497 0.209
O 35.281 10.725 31.708 -0.159 0.329 -0.239
O 37.742 10.051 31.112 -0.036 -0.336 -0.039
O 11.007 4.399 28.495 -0.251 0.038 0.294
O 0.197 8.141 23.903 0.087 -0.24 -0.329
O 3.713 0.911 27.237 -0.153 -0.075 0.046
O 33.8 2.313 31.516 0.22 -0.463 -0.159
O 39.199 0.993 24.932 0.142 -0.347 0.407
O 52.392 14.654 25.522 -0.249 -0.184 0.402
O 44.322 8.998 25.606 0.371 -0.051 0.238
O 5.664 5.366 1.228 -0.243 0.052 -0.023
O 14.508 10.474 24.205 -0.241 0.056 0.462
O 45.259 6.803 26.704 0.058 -0.758 0.455
O 37.325 12.585 27.356 0.567 -0.202 -0.3
O 59.805 0.18 0.943 -0.194 0.1 -0.212
O 55.181 10.53 27.001 0.526 -0.163 -0.018
O 41.322 14.054 28.249 0.284 -0.056 -0.109
O 40.735 15.376 33.204 0.262 -0.489 0.089
O 55.836 12.848 28.326 0.56 -0.176 -0.281
O 53.336 9.97 25.16 -0.037 -0.036 -0.341
O 46.88 8.795 27.225 -0.203 0.06 0.243
O 14.438 2.192 30.32 -0.046 0.046 0.511
O 28.903 1.199 30.582 0.159 -0.58 0.054
O 44.487 14.736 28.971 -0.567 -0.175 0.13
O 8.618 6.695 26.349 0.512 -0.461 0.443
O 44.659 1.322 32.164 -0.144 0.273 0.259
O 51.746 3.719 29.442 0.299 -0.665 0.346
O 51.857 13.581 28.981 0.013 -0.07 -0.428
O 52.575 12.199 31.089 -0.073 0.474 0.127
O 52.503 0.756 24.346 0.28 0.206 0.139
O 55.007 11.207 31.474 0.259 0.533 -0.073
O 15.539 6.049 30.354 0.072 -0.079 0.562
O 55.449 3.811 29.302 0.212 -0.105 0.274
O 29.947 5.86 31.631 0.253 0.003 -0.135
O 30.887 12.844 33.097 0.345 -0.021 -0.33
O 63.766 14.743 25.618 -0.265 0.564 0.38
O 27.816 11.029 25.656 -0.14 -0.191 0.256
O 25.517 6.745 0.099 0.033 0.073 -0.309
O 13.676 7.824 30.996 0.434 0.305 -0.224
O 51.052 11.09 29.241 -0.226 0 0.379
O 21.563 11.481 28.357 -0.149 -0.041 -0.224
O 53.905 12.723 26.479 -0.461 -0.143 -0.223
O 0.334 15.546 27.186 0.534 -0.143 0.237
O 54.936 15.003 25.826 0.195 0.185 0.519
O 55.718 1.119 25.14 -0.434 0.185 -0.246
O 27.605 2.956 29.097 0.032 -0.151 -0.346
O 32.714 10.199 26.444 0.122 -0.202 0.022
O 52.54 7.42 33.12 0.295 -0.113 -0.55
O 10.212 12.879 0.065 -0.372 -0.076 -0.266
O 57.105 15.223 28.396 -0.122 0.136 0.277
O 62.631 4.485 26.281 -0.135 0.013 -0.121
O 37.042 5.779 0.231 0.58 -0.146 0.179
O 23.044 7.899 26.338 -0.074 -0.08 0.481
O 61.713 14.803 30.949 0.266 -0.65 0.301
O 57.954 7.597 25.519 0.227 -0.034 0.205
O 37.417 16.894 30.608 0.327 0.422 -0.048
O 59.088 5.714 31.5 0.146 0.182 -0.313
O 64.77 8.169 29.106 -0.202 0.637 -0.142
O 3.713 10.831 26.396 0.065 -0.03 0.104
O 4.477 7.361 0.114 -0.575 0.134 -0.378
O 29.11 10.316 33.167 0.349 0.393 -0.075
O 6.277 7.87 32.063 0.317 -0.095 0.052
O 1.162 10.625 27.085 -0.499 -0.381 -0.018
O 10.232 4.965 31.519 -0.206 -0.08 -0.48
O 56.801 13.909 30.597 -0.483 0.118 0.48
O 12.679 9.45 32.646 0.6 0.149 0.286
O 27.066 2.419 23.57 -0.082 -0.033 0.501
O 42.715 5.309 29.038 0.476 -0.043 -0.096
O 1.8 9.627 0.194 0.764 -0.334 -0.19
O 6.867 13.371 29.177 -0.05 0.396 0.227
O 1.499 12.628 28.766 0.072 0.325 -0.124
O 22.037 15.799 33.044 -0.233 -0.369 -0.227
O 2.403 2.033 32.149 -0.183 0.286 -0.657
O 49.803 15.206 29.06 -0.048 0.449 -0.223
O 55.529 15.862 33.19 0.18 -0.428 -0.348
O 52.864 9.814 32.126 0.004 -0.396 -0.112
O 22.159 4.604 0.666 0.08 -0.176 -0.084
O 7.141 3.473 0.234 0.368 -0.098 0.045
O 55.735 9.288 32.999 -0.527 -0.237 -0.077
O 10.511 8.526 26.647 0.479 0.173 -0.244
O 21.997 4.037 31.351 0.043 -0.423 0.034
O 5.181 14.734 31.08 0.118 0.064 -0.532
O 45.426 15.233 31.37 0.534 -0.213 0.128
O 55.849 6.485 29.599 0.044 0.045 0.152
O 19.79 4.339 29.912 -0.01 0.363 -0.288
O 47.113 1.828 31.327 0.247 -0.441 -0.299
O 15.98 4.939 0.954 0.278 0.089 -0.166
O 34.962 1.943 27.096 0.165 0.455 -0.216
O 20.367 12.045 31.855 0.022 0.256 -0.374
O 12.015 2.929 31.136 0.372 0.303 0.215
O 59.241 10.167 29.717 -0.04 0.294 -0.102
O 39.947 8.626 31.34 0.575 -0.005 0.089
O 13.706 6.169 0.081 -0.29 -0.194 -0.082
O 59.078 15.071 31.406 -0.303 0.227 -0.076
O 29.481 7.491 27.213 0.283 0.17 -0.292
O 17.794 1.832 32.304 -0.68 -0.384 0.204
O 6.119 7.399 26.905 -0.356 0.155 -0.461
O 0.661 3.343 24.213 -0.366 -0.566 0.096
O 32.55 16.171 0.633 -0.046 0.316 -0.309
O 18.953 1.814 29.881 0.079 -0.133 0.059
O 40.592 3.79 28.653 -0.211 -0.574 0.247
O 6.524 7.273 29.484 0.069 -0.092 -0.355
O 21.28 2.451 28.93 0.576 0.315 -0.048
O 33.442 14.536 28.522 -0.204 -0.504 0.044
O 15.866 1.729 28.145 -0.292 -0.452 -0.191
O 17.328 0.988 26.009 0.58 0.277 -0.182
O 23.998 0.731 31.873 0.15 -0.082 0.075
O 19.061 3.146 27.613 -0.454 -0.191 -0.209
O 54.556 1.286 28.906 -0.108 0.045 0.208
O 63.199 12.298 30.691 0.372 0.36 0.034
O 61.441 14.688 0.041 0.486 -0.209 -0.143
O 30.038 5.09 26.402 0.427 -0.404 0.414
O 22.383 7.557 32.82 -0.09 0.581 0.247
O 38.355 5.286 28.035 -0.213 -0.428 0.319
O 24.759 13.007 29.331 0.2 -0.256 0.072
O 38.595 16.708 32.923 0.042 0.195 -0.172
O 55.935 9.014 30.317 -0.526 -0.027 -0.079
O 26.14 1.4 0.006 0.326 -0.11 -0.087
O 27.612 4.896 30.878 -0.264 0.46 0.239
O 22.365 10.824 33.12 0.318 -0.189 -0.401
O 43.309 14.476 26.597 0.244 -0.23 -0.25
O 36.083 16.25 25.873 0.195 -0.088 -0.162
O 31.426 4.008 24.416 0.118 0.208 -0.517
O 63.546 4.618 32.403 -0.214 -0.044 -0.149
O 23.411 9.772 28.982 0.181 0.369 -0.201
O 47.003 6.941 0.018 0.076 0.668 -0.403
O 43.338 6.773 24.865 -0.147 0.091 -0.137
O 60.938 4.415 0.373 -0.29 0.02 -0.482
O 6.869 4.911 27.207 0.092 0.199 0.522
O 15.566 12.819 24.426 -0.292 0.474 -0.16
O 57.613 10.548 31.732 0.196 0.044 0.449
O 8.341 8.053 1.064 0.055 -0.002 -0.295
O 59.036 12.543 30.8 0.586 0.309 -0.446
O -0.193 8.109 26.515 0.294 0.67 0.143
O 52.075 13.15 0.35 -0.148 0.343 0.122
O 0.383 13.024 26.432 -0.043 -0.253 -0.181
O 36.342 15.398 32.427 0.178 -0.177 -0.083
O 41.992 3.399 30.873 0.274 -0.014 0.392
O 47.391 11.209 26.298 -0.037 0.333 0.074
O 60.639 0.834 31.356 -0.095 0.166 -0.12
O 5.228 2.946 26.753 -0.074 0.375 -0.142
O 37.898 10.783 0.881 0.107 0.124 -0.297
O 61.006 7.283 32.327 0.417 -0.06 0.01
O 36.403 1.652 32.94 -0.394 0.202 -0.476
O 4.936 12.946 27.378 -0.359 -0.079 0.319
O 14.798 1.407 25.741 -0.181 -0.099 0.275
O 49.27 13.402 32.329 0.026 -0.045 -0.576
O 0.82 5.07 0.385 0.226 0.406 -0.137
O 58.198 7.761 29.923 0.072 -0.143 0.253
O 41.602 12.463 30.311 0.428 -0.067 -0.325
O 40.773 6.101 27.474 -0.133 0.396 -0.336
O 49.478 2.821 32.21 0.009 -0.306 -0.262
O 40.583 14.876 30.613 -0.078 -0.06 0.009
O 32.592 2.834 26.453 -0.407 0.513 0.283
O 4.37 9.412 31.183 -0.414 0.078 -0.194
O 45.892 6.283 31.122 0.145 0.28 -0.268
O 33.962 7.862 29.294 -0.425 -0.115 -0.445
O 54.699 14.987 29.388 -0.053 -0.113 -0.212
O 2.599 3.12 26.137 0.195 0.362 0.147
O 6.406 11.225 26.179 0.097 -0.023 0.459
O 27.66 15.887 26.117 0.178 0.397 -0.145
O 64.295 10.66 32.296 -0.001 -0.495 0.378
O 37.026 11.809 24.712 0.224 -0.335 0.076
O 54.044 0.339 0.509 -0.063 -0.119 0.4
O 6.778 5.885 24.728 0.098 0.313 -0.128
O 27.58 6.078 26.1 -0.011 -0.355 -0.062
O 51.694 6.331 29.68 0.106 0.101 -0.512
O 54.075 2.693 23.399 -0.12 0.146 0.424
O 61.386 2.212 26.181 -0.377 -0.38 0.122
O 52.344 16.137 29.248 -0.191 0.313 -0.215
O 21.754 16.704 30.546 -0.519 0.244 0.018
O 51.256 8.562 0.3 0.034 -0.053 -0.099
O 14.752 12.391 29.62 0.076 -0.486 0.354
O 26.317 1.391 30.828 -0.007 -0.267 -0.105
O 61.542 14.477 24.122 -0.401 -0.241 0.422
O 57.969 2.185 0.52 -0.004 0.384 0.149
O 53.338 7.277 24.027 -0.219 0.497 0.291
O 32.763 16.698 27.24 -0.581 0.068 0.039
O 23.43 4.799 29.315 -0.453 0.218 -0.32
O 54.013 11.283 0.234 0.591 -0.045 0.18
O 12.522 8.896 24.491 -0.444 -0.243 0.583
O 63.271 14.147 28.918 0.029 0.117 -0.088
O 31.307 2.214 30.65 -0.126 0.176 -0.509
O 55.463 2.085 32.315 -0.144 -0.169 -0.526
O 58.104 1.682 24.188 0.482 0.266 0.322
O 56.251 3.632 24.382 0.25 0.496 0.41
O 59.3 16.453 27.591 0.054 0.352 0.259
O 25.588 7.804 26.067 0.094 0.381 0.17
O 60.393 14.173 27.89 -0.316 0.065 0.09
O 61.712 11.997 28.575 -0.457 -0.331 0.292
O 37.47 5.24 31.492 -0.178 0.048 -0.221
O 25.419 0.827 26.811 0.139 0.261 -0.595
O 7.589 0.808 30.493 0.15 -0.381 -0.222
O 42.519 10.306 31.665 -0.081 -0.201 -0.342
O 30.136 9.786 25.78 0.277 -0.196 -0.145
O 2.552 3.205 0.593 -0.088 -0.015 -0.013
O 55.817 9.716 24.55 0.391 -0.078 0.434
O 23.376 14.703 30.948 0.059 -0.049 0.369
O 63.914 12.09 0.032 -0.331 0.366 -0.289
O 55.849 3.795 0.092 0.072 0.27 -0.391
O 20.374 6.097 31.832 -0.233 0.413 -0.276
O 49.661 4.807 28.211 0.083 -0.058 -0.128
O 1.567 15.713 0.254 -0.513 0.441 0.08
O 3.18 13.79 1.128 0.087 -0.071 0.028
O 5.798 0.199 0.817 0.004 -0.219 -0.459
O 53.58 11.559 28.774 0.18 -0.269 0.027
O 6.769 15.272 33.193 0.56 -0.5 -0.049
O 27.871 8.647 31.611 -0.343 -0.15 -0.077
O 27.361 16.739 28.596 0.382 -0.097 0.015
O 16.902 6.067 26.192 -0.055 0.48 -0.628
O 12.318 3.444 26.44 -0.046 -0.236 -0.177
O 50.898 8.305 31.179 -0.4 0.296 -0.012
O 41.177 13.067 25.817 -0.115 -0.204 0.295
O 50.152 2.298 27.803 -0.332 -0.079 0.188
O 30.541 8.442 31.779 0.613 0.264 -0.1
O 29.743 7.089 0.569 -0.352 -0.284 0.048
O 63.155 2.22 33.229 0.186 -0.437 -0.222
O 45.221 11.39 24.873 -0.277 0.689 -0.128
O 31.738 5.298 0.878 0.239 -0.146 -0.186
O 8.67 11.66 30.152 -0.118 -0.033 0.178
O 47.291 4.246 32.318 -0.21 0.517 0.298
O 17.875 12.485 25.569 0.206 0.132 -0.051
O 1.433 6.722 28.114 0.203 -0.301 0.646
O 9.461 16.002 32.05 -0.012 -0.142 -0.328
O 39.946 5.979 31.244 0.523 -0.173 0.022
O 12.068 14.762 0.383 0.565 0.071 -0.3
O 31.175 12.451 24.542 0.429 -0.122 0.127
O 1.332 11.361 31.052 -0.04 0.377 0.184
O 18.088 3.21 0.533 0.102 0.255 -0.243
O 45.855 15.457 26.943 0.05 0.014 0.102
O 35.209 16.249 29.374 -0.065 0.649 -0.08
O 19.329 8.238 0.858 -0.155 0.089 -0.302
O 0.834 16.693 30.947 -0.047 -0.417 -0.145
O 35.019 2.166 0.77 -0.414 -0.043 0.474
O 16.452 15.276 32.893 0.134 -0.027 0.056
O 20.85 8.987 25.621 -0.34 0.051 -0.064
O 19.731 3.599 32.433 0.434 -0.064 0.014
O 3.35 15.617 29.352 -0.346 -0.258 -0.035
O 54.242 3.143 27.066 -0.363 -0.431 -0.349
O 53.933 5.359 25.605 -0.16 -0.213 -0.313
O 12.514 9.116 28.142 0.088 0.201 0.017
O 47.17 15.127 29.446 -0.035 0.529 0.234
O 53.716 5.124 30.697 0.323 -0.043 0.666
O 24.161 2.812 0.978 0.21 0.281 -0.381
O 52.271 2.256 0.281 0.207 0.039 -0.265
O 51.212 14.827 31.219 0.263 0.045 0.247
O 61.632 16.253 28.79 -0.146 0.644 -0.012
O 7.057 2.743 28.693 0.128 0.183 -0.063
O 47.602 11.548 31.494 0.099 -0.389 0.086
O 33.772 3.083 24.105 0.174 -0.378 0.269
O 51.865 4.217 26.892 -0.007 0.332 -0.499
O 14.783 10.389 28.08 0.482 -0.112 -0.08
O 22.752 13.312 26.826 0.31 0.04 -0.185
O 34.392 14.427 0.028 -0.283 0.125 -0.376
O 32.533 4.122 32.951 -0.181 -0.098 -0.644
O 44.35 8.347 31.971 -0.032 0.121 -0.716
O 50.944 16.488 26.519 0.126 -0.44 0.76
O 49.386 10.477 0.429 -0.245 -0.146 0.236
O 9.183 14.563 25.185 -0.113 0.21 -0.136
O 43.699 16.83 27.567 -0.63 0.103 0.015
O 42.873 15.696 31.758 -0.116 -0.138 -0.108
O 15.461 16.264 0.8 0.493 0.003 -0.364
O 60.85 8.133 29.891 0.371 -0.387 -0.252
O 17.651 6.012 28.679 0.288 0.032 0.27
O 20.817 9.054 28.271 -0.134 -0.524 0.381
O 60.138 4.188 27.317 0.054 0.303 0.297
O 35.501 13.1 33.197 -0.013 -0.124 -0.324
O 58.514 4.389 29.363 -0.096 0.34 -0.054
O 59.554 11.969 26.928 -0.453 0.049 0.286
O 45.929 12.936 30.121 -0.551 -0.286 -0.034
O 44.896 3.628 25.137 -0.288 0.268 0.289
O 44.419 5.895 33.135 -0.297 -0.231 -0.547
O 40.889 1.061 31.405 -0.168 -0.043 -0.289
O 63.692 16.439 30.257 -0.303 0.134 0.333
O 11.197 0.478 1.648 -0.465 -0.01 0.241
O 30.382 15.346 32.53 0.173 -0.112 -0.326
O 39.788 4.12 26.126 -0.038 -0.365 -0.079
O 28.521 5.354 28.482 0.464 0.29 0.341
O 41.428 7.483 29.607 0.284 0.474 0.365
O 23.422 0.961 28.572 0.082 -0.274 0.391
O 27.183 13.562 24.984 -0.115 0.016 -0.361
O 51.128 8.585 28.531 0.465 -0.181 -0.335
O 6.233 5.412 31.233 -0.353 0.062 -0.225
O 54.672 7.98 26.144 0.13 -0.186 0.754
O 26.003 9.51 29.803 -0.152 0.078 0.127
O 16.939 9.042 1.537 -0.169 0.153 -0.584
O 49.828 15.822 33.18 -0.035 0.481 -0.3
O 4.556 4.606 24.407 0.101 -0.551 0.146
O 10.162 9.688 29.125 -0.412 -0.136 -0.171
O 0.165 1.428 28.708 0.273 0.343 -0.07
O 35.094 4.516 32.194 0.021 0.019 0.076
O 14.705 7.784 28.62 0.367 -0.186 -0.195
O 29.514 13.967 26.034 0.062 0.168 0.3
O 11.353 14.404 31.357 -0.189 -0.506 -0.286
O 21.113 3.662 26.073 0.129 0.287 0.457
O 3.54 11.207 29.544 -0.053 -0.278 -0.252
O 42.923 7.531 27.416 -0.217 0.567 0.255
O 0.008 3.923 26.63 0.15 -0.254 0.363
O 46.92 10.801 28.947 -0.579 -0.132 0.061
O 16.575 13.893 30.659 0.25 -0.013 -0.672
O 2.891 13.448 30.811 0.099 -0.217 0.146
O 27.32 13.168 29.213 0.267 0.16 -0.313
O 43.083 2.801 28.561 -0.23 0.104 -0.066
O 63.017 8.101 24.872 -0.199 0.413 0.261
O 24.615 3.139 27.617 0.526 0.155 -0.333
O 45.067 1.334 29.622 -0.107 -0.574 0.143
O 58.212 12.163 24.555 -0.341 0.477 0.435
O 12.623 12.225 32.752 -0.152 0.234 -0.307
O 33.223 2.324 28.968 0.134 0.58 -0.099
O 0.537 8.869 31.368 0.526 -0.365 -0.113
O 49.029 8.072 23.425 0.274 -0.424 0.145
O 24.117 8.252 31.023 0.106 0.151 0.175
O 32.045 14.24 26.308 0.099 0.24 -0.36
O 10.856 7.119 28.79 -0.418 -0.156 0.204
O 32.468 6.618 31.142 0.254 -0.347 0.262
O 48.485 12.87 29.38 0.384 -0.151 -0.052
O 37.177 2.325 25.766 0.15 0.636 0.068
O 37.231 14.655 29.059 -0.026 -0.016 -0.232
O 35.889 9.662 29.323 0.215 0.073 -0.319
O 49.111 10.001 27.832 -0.037 -0.104 0.146
O 39.39 8.757 0.18 0.267 -0.513 -0.002
O 45.344 3.658 30.77 -0.454 0.155 0.035
O 12.368 2.113 28.677 0.023 -0.258 -0.346
O 30.868 9.556 28.231 0.527 -0.054 0.338
O 51.365 10.616 26.689 0.091 0.166 0.366
O 16.374 3.445 26.208 0.491 0.172 -0.576
O 47.68 6.302 27.522 0.29 -0.371 -0.374
O 18.579 13.829 32.4 0.039 0.13 -0.012
O 37.029 7.034 24.453 -0.258 0.134 0.381
O -0.466 6.5 31.222 0.103 -0.405 -0.288
O 23.98 5.719 31.738 0.147 -0.238 0.269
O 45.466 2.467 27.354 0.144 0.201 0.088
O 16.51 14.758 25.849 -0.551 0.209 -0.129
O 7.053 13.058 31.769 0.584 -0.13 0.359
O 14.417 5.056 25.594 0.007 0.207 -0.687
O 6.114 11.118 30.267 0.326 -0.302 0.069
O 61.465 16.013 26.208 0 -0.149 -0.554
O 36.711 12.134 29.88 -0.41 0.144 0.372
O 9.486 2.321 31.327 0.059 -0.073 -0.381
O 15.69 12.628 27.106 0.049 0.191 0.117
O 35.643 13.707 25.654 -0.289 0.186 -0.146
O 64.343 11.767 28.335 -0.202 -0.565 -0.225
O 34.436 14.263 30.971 -0.414 -0.397 -0.143
O 10.102 2.125 27.398 -0.126 -0.124 0.61
O 64.191 5.987 27.754 -0.292 -0.211 0.604
O 39.175 12.976 29.299 -0.054 -0.497 -0.078
O 18.07 15.969 30.934 0.175 -0.129 -0.23
O 18.715 7.974 27.076 -0.177 0.258 -0.135
O 22.937 12.176 31.039 0.185 -0.328 0.412
O 36.369 7.149 28.464 -0.229 -0.259 0.413
O 58.445 5.712 23.876 -0.046 -0.487 -0.134
O 5.426 12.732 0.062 -0.227 -0.366 -0.061

Results
total energy: -385565.595 eV
total energy less fixed offsets of O -438.35, Si -107.03 eV per atom: 6.405 eV
